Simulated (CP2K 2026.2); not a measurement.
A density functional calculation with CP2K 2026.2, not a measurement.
Periodic cell of 1049 atoms, Si736O313, from a study of silicon, its oxide and their interface. The atomic structure is a simulated model.
Doubt: the forces sum to 4.57 eV/angstrom along one axis rather than to zero, so they err by at least 0.0044 eV/angstrom per atom on average; the grid cutoff is modest.

Settings
functional: PBE
method: Gaussian and plane waves
basis set: DZVP-MOLOPT-SR-GTH
pseudopotentials: GTH-PBE
grid cutoff: 350 Ry, relative cutoff 50 Ry
k points: Gamma only
occupations: fixed
spin: none
net charge: 0

Cell vectors (angstrom)
a, 30.7742, 0, 0
b, 0, 15.3871, 0
c, 5.0946, 4.0079, 39.2372

Atoms: element, x, y, z (angstrom)
Si, 32.0025, 3.8777, 30.9329
Si, 31.4345, 6.8923, 30.5099
Si, 31.8636, 12.2003, 31.0375
Si, 32.5873, 15.653, 33.3118
Si, 35.0848, 4.0038, 33.2024
Si, 5.3546, 7.8159, 31.0947
Si, 5.3885, 10.9277, 30.3102
Si, 5.6999, 15.9296, 30.5132
Si, 8.7749, 3.6466, 31.2275
Si, 8.3754, 7.9652, 31.1932
Si, 8.3276, 10.9699, 30.5222
Si, 8.6763, 15.9124, 31.2326
Si, 13.2147, 3.5018, 31.1602
Si, 13.1841, 7.9702, 31.2368
Si, 13.6315, 10.9504, 30.7048
Si, 12.8442, 15.7924, 31.242
Si, 5.7992, 3.657, 30.5009
Si, 4.3814, 7.8441, 33.2098
Si, 4.3112, 11.7224, 33.172
Si, 35.0005, 15.5979, 33.2145
Si, 9.0638, 17.4915, 34.5709
Si, 9.5844, 7.7831, 33.1971
Si, 9.5587, 11.7546, 33.1889
Si, 9.6001, 15.5641, 33.3339
Si, 12.1118, 3.9934, 33.2028
Si, 12.0017, 7.8332, 33.2255
Si, 12.6546, 13.6112, 34.4301
Si, 11.9968, 15.5945, 33.3636
Si, 17.3132, 4.0546, 33.3322
Si, 17.3531, 7.9251, 33.2113
Si, 17.316, 11.8522, 33.1776
Si, 19.2465, 15.2857, 28.5679
Si, 4.962, 5.9199, 34.4315
Si, 4.9425, 9.7965, 34.4177
Si, 4.9514, 13.6584, 34.382
Si, 4.9637, 17.489, 34.4442
Si, 9.0477, 5.9125, 34.5061
Si, 9.0048, 9.7723, 34.3954
Si, 9.0082, 13.6261, 34.5071
Si, 9.6926, 3.9966, 33.3049
Si, 12.6534, 5.9275, 34.4583
Si, 12.6039, 9.7972, 34.4303
Si, 11.9839, 11.7066, 33.1527
Si, 12.6444, 17.5139, 34.5597
Si, 16.7167, 6.0154, 34.4868
Si, 16.7038, 9.8814, 34.3805
Si, 16.7597, 13.7534, 34.4444
Si, 16.7689, 17.5495, 34.5972
Si, 33.9034, 5.9439, 35.9079
Si, 33.8788, 9.8012, 35.8795
Si, 33.9352, 13.6711, 35.9238
Si, 33.9504, 17.5103, 35.9818
Si, 6.9853, 5.9332, 35.6833
Si, 6.9804, 9.7881, 35.6488
Si, 6.958, 13.6489, 35.6808
Si, 6.9859, 17.4932, 35.7057
Si, 10.8616, 5.9354, 35.9823
Si, 10.8016, 9.8115, 35.9281
Si, 10.8557, 13.6151, 35.959
Si, 10.8568, 17.5078, 36.0653
Si, 14.6813, 5.9811, 35.6975
Si, 14.6682, 9.8274, 35.6376
Si, 14.7011, 13.6786, 35.6616
Si, 14.6975, 17.5105, 35.7463
Si, 33.9218, 4.0518, 37.2756
Si, 33.9068, 7.8811, 37.218
Si, 33.9075, 11.7215, 37.2206
Si, 33.9386, 15.5717, 37.2736
Si, 6.9839, 4.0286, 37.0971
Si, 6.9862, 7.8733, 37.0621
Si, 6.977, 11.7102, 37.0566
Si, 6.9873, 15.5633, 37.0886
Si, 10.8447, 4.0507, 37.343
Si, 10.8392, 7.8871, 37.2585
Si, 10.8319, 11.7096, 37.2799
Si, 10.8581, 15.5399, 37.2977
Si, 14.6882, 4.0624, 37.1112
Si, 14.6783, 7.9171, 37.0696
Si, 14.6898, 11.7459, 37.0531
Si, 14.6901, 15.5734, 37.1029
Si, 5.1095, 4.0422, 38.5454
Si, 5.0972, 7.8782, 38.5022
Si, 5.097, 11.709, 38.5056
Si, 5.1213, 15.5657, 38.547
Si, 8.8576, 4.04, 38.5588
Si, 8.8674, 7.8771, 38.5192
Si, 8.8543, 11.7226, 38.5234
Si, 8.8738, 15.5569, 38.5359
Si, 12.822, 4.0557, 38.5758
Si, 12.8025, 7.9053, 38.5319
Si, 12.8143, 11.7312, 38.5252
Si, 12.819, 15.567, 38.5636
Si, 16.5701, 4.0567, 38.5577
Si, 16.5529, 7.9191, 38.5362
Si, 16.5726, 11.7553, 38.5104
Si, 16.5817, 15.5831, 38.5397
Si, 30.7148, 1.9234, 11.6175
Si, 30.7637, 5.792, 11.5817
Si, 30.7287, 9.6088, 11.6156
Si, 30.7905, 13.4611, 11.612
Si, 3.795, 1.9247, 11.6109
Si, 3.7817, 5.7836, 11.6063
Si, 3.8097, 9.6584, 11.5763
Si, 3.8028, 13.505, 11.6737
Si, 7.6195, 1.9647, 11.5066
Si, 7.6388, 5.8171, 11.4994
Si, 7.6396, 9.6816, 11.4814
Si, 7.6388, 13.5289, 11.5435
Si, 11.5563, 1.9628, 11.4845
Si, 11.5373, 5.8506, 11.4523
Si, 11.5536, 9.6715, 11.4955
Si, 11.5231, 13.5025, 11.5312
Si, 28.7891, 1.9131, 13.0021
Si, 28.8184, 5.7993, 12.8916
Si, 28.784, 9.5907, 12.987
Si, 28.8325, 13.4056, 12.8984
Si, 1.8618, 1.9135, 12.983
Si, 1.8625, 5.7637, 13.021
Si, 1.8967, 9.6071, 12.9564
Si, 1.8825, 13.4953, 13.0905
Si, 5.7375, 1.9229, 12.9485
Si, 5.7406, 5.8076, 12.9074
Si, 5.7583, 9.7134, 12.9018
Si, 5.7711, 13.5307, 13.0028
Si, 9.5964, 1.9567, 12.7496
Si, 9.606, 5.8398, 12.7708
Si, 9.5919, 9.6978, 12.7597
Si, 9.5728, 13.5477, 12.8686
Si, 28.802, 15.2711, 14.2822
Si, 28.764, 3.9353, 14.2938
Si, 28.7664, 7.6469, 14.3568
Si, 28.7884, 11.5274, 14.3356
Si, 32.6357, 15.4705, 14.474
Si, 32.5631, 3.8024, 14.3815
Si, 1.9061, 7.7119, 14.3731
Si, 1.8857, 11.4785, 14.3746
Si, 5.802, 15.4381, 14.4194
Si, 5.685, 3.8677, 14.2606
Si, 5.7597, 7.7778, 14.2066
Si, 5.7949, 11.5967, 14.3505
Si, 9.5662, 15.5088, 14.1876
Si, 9.6139, 3.8788, 14.0415
Si, 9.6113, 7.7854, 14.0769
Si, 9.5573, 11.5816, 14.1429
Si, 30.6007, 15.373, 15.7955
Si, 30.6025, 3.7904, 15.7671
Si, 30.8639, 5.7405, 17.047
Si, 30.6938, 11.4451, 15.7397
Si, 3.8793, 15.4876, 15.8044
Si, 4.101, 2.0896, 17.1302
Si, 32.6829, 9.3148, 18.3244
Si, 3.8665, 11.5297, 15.703
Si, 7.7955, 15.5197, 15.7588
Si, 8.0064, 5.8197, 16.6261
Si, 7.7281, 7.7873, 15.455
Si, 7.7574, 11.5817, 15.685
Si, 11.5024, 15.489, 15.4915
Si, 11.4217, 4.0655, 15.5218
Si, 11.2126, 9.7651, 16.7935
Si, 11.4566, 11.6776, 15.493
Si, 29.742, 1.8937, 16.9867
Si, 30.7116, 7.6739, 15.7113
Si, 30.6435, 9.5427, 17.1699
Si, 31.0536, 13.3667, 17.0353
Si, 3.7585, 3.889, 15.6653
Si, 4.0574, 5.8137, 16.973
Si, 3.9289, 7.7514, 15.6528
Si, 3.4845, 13.4544, 16.9896
Si, 8.0859, 2.1769, 17.0047
Si, 7.7355, 3.8705, 15.3978
Si, 8.136, 9.5708, 16.9429
Si, 8.4723, 13.5177, 16.8714
Si, 10.3042, 2.2792, 18.0917
Si, 10.4347, 5.9174, 16.8224
Si, 11.3932, 7.7452, 15.5959
Si, 11.6944, 13.472, 19.8554
Si, 29.6973, 13.9267, 19.7506
Si, 13.8665, 6.1428, 18.8263
Si, 6.1938, 9.8976, 19.2222
Si, 30.4656, 16.9677, 19.1744
Si, 2.8424, 17.0427, 19.0775
Si, 32.877, 6.1613, 18.2512
Si, 3.8406, 9.6256, 17.0942
Si, 4.2135, 14.4285, 19.6333
Si, 6.1438, 2.8551, 18.1636
Si, 6.1259, 5.2896, 18.0272
Si, 6.036, 8.2019, 21.8197
Si, 6.8297, 14.9524, 20.7757
Si, 12.0633, 2.0902, 16.6152
Si, 11.2372, 4.932, 19.4561
Si, 13.5582, 9.156, 18.5824
Si, 10.9031, 13.5873, 16.7623
Si, 9.824, 11.9004, 28.2049
Si, 12.1596, 12.0911, 26.2777
Si, 31.9549, 13.7041, 24.1884
Si, 30.4157, 12.0874, 22.2213
Si, 7.6707, 5.9236, 22.4167
Si, 31.7446, 5.4859, 20.8416
Si, 3.7026, 12.9153, 22.3663
Si, 4.8606, 2.9934, 20.8528
Si, 5.8105, 5.6742, 20.3008
Si, 5.0774, 9.2429, 24.6506
Si, 6.7233, 5.0689, 25.0917
Si, 15.784, 16.963, 24.5146
Si, 10.7177, 5.8632, 22.4887
Si, 10.1827, 11.285, 21.0786
Si, 9.7686, 15.7488, 20.3082
Si, 8.2348, 12.8314, 25.8456
Si, 10.294, 11.3645, 24.0518
Si, 31.2519, 15.2103, 30.5316
Si, 14.4146, 2.8768, 22.1216
Si, 11.0467, 9.0301, 22.5801
Si, 7.9804, 18.0512, 26.5588
Si, 13.9368, 9.7325, 21.7108
Si, 17.6552, 2.9312, 26.3203
Si, 5.3607, 12.3136, 24.779
Si, 11.8175, 3.4904, 23.8237
Si, 31.9674, 8.6832, 28.0263
Si, 33.626, 12.8935, 26.6612
Si, 9.5825, 4.4399, 28.4532
Si, 9.3723, 17.207, 22.816
Si, 5.4355, 16.7724, 26.0082
Si, 6.4117, 16.971, 22.9773
Si, 13.3583, 17.8467, 26.3079
Si, 7.6291, 12.4367, 19.6992
Si, 11.92, 15.1834, 26.6869
Si, 9.518, 15.6404, 25.1749
Si, 3.7573, 5.3861, 26.1238
Si, 13.8599, 10.1962, 27.7695
Si, 16.4006, 8.0174, 22.6656
Si, 17.8968, 10.1991, 21.2882
Si, 12.3014, 7.6091, 28.2689
Si, 33.6428, 10.8708, 28.7875
Si, 32.7793, 17.1484, 28.7642
Si, 9.2903, 7.4321, 28.2143
Si, 10.6829, 14.598, 29.3234
Si, 6.8834, 7.5621, 26.6844
Si, 4.9993, 6.0165, 28.7273
Si, 33.2356, 7.9987, 25.2743
Si, 12.6107, 4.5725, 28.3069
Si, 16.3596, 4.0456, 31.2086
Si, 15.929, 7.0243, 30.6539
Si, 16.4969, 12.2795, 31.0183
Si, 17.4319, 15.7306, 33.2785
Si, 19.6974, 4.0965, 33.3388
Si, 20.754, 7.8397, 31.1288
Si, 20.8183, 10.9533, 30.3325
Si, 20.8713, 15.9088, 30.9379
Si, 24.1117, 3.6792, 31.0656
Si, 23.8136, 7.9097, 31.1009
Si, 23.7974, 11.0003, 30.3449
Si, 23.9348, 15.9122, 30.5834
Si, 28.9196, 3.4968, 30.666
Si, 28.6673, 7.8142, 31.1119
Si, 29.0306, 10.8456, 30.6218
Si, 28.1887, 15.8283, 30.7903
Si, 21.0492, 3.69, 30.5664
Si, 19.7633, 7.8778, 33.2413
Si, 19.7369, 11.7688, 33.1783
Si, 19.8835, 15.6665, 33.1217
Si, 24.4433, 17.4353, 34.3976
Si, 24.9921, 7.7807, 33.1283
Si, 24.9779, 11.719, 33.1128
Si, 25.1644, 15.4484, 33.2577
Si, 27.4284, 4.0475, 33.2984
Si, 27.4294, 7.7716, 33.1207
Si, 28.0888, 13.5816, 34.3036
Si, 27.5494, 15.5526, 33.1005
Si, 32.7048, 3.9707, 33.1875
Si, 32.7503, 7.8532, 33.1157
Si, 32.6684, 11.807, 33.1962
Si, 4.2729, 15.1498, 28.1048
Si, 20.3342, 6.0024, 34.5401
Si, 20.3413, 9.8368, 34.4312
Si, 20.3924, 13.7073, 34.3816
Si, 20.3867, 17.5312, 34.4851
Si, 24.4086, 5.9247, 34.4554
Si, 24.4035, 9.7566, 34.3432
Si, 24.4446, 13.5824, 34.4715
Si, 24.9978, 4.0156, 33.2053
Si, 28.0081, 5.9547, 34.5201
Si, 28.0118, 9.7333, 34.3617
Si, 27.3973, 11.635, 33.0799
Si, 28.0656, 17.4555, 34.4243
Si, 32.0994, 5.9391, 34.3754
Si, 32.0804, 9.7996, 34.3288
Si, 32.0802, 13.6733, 34.4893
Si, 32.0974, 17.5445, 34.5603
Si, 18.5135, 6.0149, 36.0041
Si, 18.5119, 9.8599, 35.9097
Si, 18.5858, 13.723, 35.918
Si, 18.6008, 17.5414, 36.0279
Si, 22.3893, 5.9671, 35.7032
Si, 22.3911, 9.7993, 35.6352
Si, 22.398, 13.6555, 35.667
Si, 22.4305, 17.4942, 35.6756
Si, 26.194, 5.946, 35.9819
Si, 26.2078, 9.7762, 35.8688
Si, 26.3046, 13.5892, 35.8845
Si, 26.2428, 17.4557, 35.9156
Si, 30.0846, 5.9494, 35.6631
Si, 30.0571, 9.7731, 35.602
Si, 30.0457, 13.6176, 35.6656
Si, 30.0528, 17.5037, 35.7175
Si, 18.5507, 4.0865, 37.3153
Si, 18.52, 7.9547, 37.2757
Si, 18.5413, 11.7809, 37.2319
Si, 18.5717, 15.5989, 37.3003
Si, 22.4046, 4.0316, 37.078
Si, 22.3895, 7.9022, 37.0749
Si, 22.3881, 11.721, 37.0451
Si, 22.4022, 15.5731, 37.0722
Si, 26.2306, 3.9966, 37.2547
Si, 26.2112, 7.8889, 37.2552
Si, 26.2521, 11.6842, 37.2203
Si, 26.2584, 15.5239, 37.2222
Si, 30.0621, 4.0419, 37.0883
Si, 30.0823, 7.8769, 37.0456
Si, 30.0623, 11.6863, 37.0389
Si, 30.0642, 15.55, 37.0674
Si, 20.5307, 4.058, 38.5455
Si, 20.5017, 7.9139, 38.522
Si, 20.509, 11.737, 38.5045
Si, 20.5379, 15.5827, 38.5473
Si, 24.2744, 4.0231, 38.531
Si, 24.2593, 7.8944, 38.5334
Si, 24.2772, 11.7246, 38.4897
Si, 24.2913, 15.5527, 38.5032
Si, 28.1896, 4.0299, 38.5325
Si, 28.1953, 7.8752, 38.5018
Si, 28.2011, 11.6908, 38.5107
Si, 28.1993, 15.5539, 38.5255
Si, 31.9491, 4.0262, 38.5297
Si, 31.9533, 7.8761, 38.5085
Si, 31.9463, 11.7126, 38.4981
Si, 31.9526, 15.5551, 38.515
Si, 15.3433, 1.9684, 11.5613
Si, 15.4066, 5.8456, 11.5249
Si, 15.3699, 9.6454, 11.5965
Si, 15.429, 13.4971, 11.5814
Si, 19.205, 1.934, 11.5842
Si, 19.2091, 5.786, 11.5588
Si, 19.2147, 9.6528, 11.5724
Si, 19.1995, 13.5166, 11.6377
Si, 23.0431, 1.901, 11.4827
Si, 23.0575, 5.7796, 11.4683
Si, 23.0262, 9.6468, 11.4942
Si, 23.0256, 13.4937, 11.5436
Si, 26.9565, 1.9096, 11.5054
Si, 26.9392, 5.7847, 11.4736
Si, 26.9322, 9.6272, 11.512
Si, 26.9268, 13.4661, 11.5102
Si, 13.4183, 2.0147, 12.9372
Si, 13.4542, 5.9125, 12.8107
Si, 13.4214, 9.6387, 12.952
Si, 13.4746, 13.4678, 12.858
Si, 17.2551, 1.9322, 12.9302
Si, 17.2916, 5.8055, 12.9466
Si, 17.306, 9.6239, 12.9583
Si, 17.2977, 13.5117, 13.0659
Si, 21.1664, 1.8825, 12.9041
Si, 21.1688, 5.78, 12.8629
Si, 21.1479, 9.6905, 12.9244
Si, 21.139, 13.523, 12.9905
Si, 24.999, 1.8905, 12.7655
Si, 25.0032, 5.7627, 12.7676
Si, 24.9724, 9.6329, 12.78
Si, 24.9877, 13.5128, 12.8249
Si, 13.4371, 15.3769, 14.1877
Si, 13.3837, 4.075, 14.1975
Si, 13.4242, 7.7087, 14.3379
Si, 13.4524, 11.5801, 14.2752
Si, 17.2697, 15.494, 14.4309
Si, 17.2199, 3.8528, 14.2729
Si, 17.3243, 7.7094, 14.3545
Si, 17.3125, 11.5052, 14.376
Si, 21.179, 15.4292, 14.4125
Si, 21.206, 3.8283, 14.189
Si, 21.163, 7.7185, 14.1985
Si, 21.1189, 11.6034, 14.3549
Si, 24.9876, 15.4278, 14.1931
Si, 25.0171, 3.8083, 14.0561
Si, 24.9877, 7.6923, 14.0786
Si, 24.9522, 11.5661, 14.095
Si, 15.225, 15.4353, 15.7062
Si, 15.2563, 3.9486, 15.6205
Si, 15.4153, 5.7903, 17.0931
Si, 15.3407, 11.4647, 15.6954
Si, 19.2518, 15.487, 15.8172
Si, 19.565, 2.1394, 17.0585
Si, 17.4639, 9.2435, 18.3931
Si, 19.235, 11.5162, 15.8076
Si, 23.1959, 15.4844, 15.7087
Si, 23.5276, 5.7894, 16.7539
Si, 23.1235, 7.7123, 15.4609
Si, 23.1353, 11.6808, 15.5663
Si, 26.857, 15.3026, 15.604
Si, 26.7836, 3.8818, 15.5824
Si, 26.4403, 9.5875, 16.8491
Si, 26.7641, 11.5274, 15.552
Si, 14.529, 2.0526, 16.8034
Si, 15.3778, 7.7007, 15.7112
Si, 15.4303, 9.5739, 17.151
Si, 15.5743, 13.4238, 16.9514
Si, 19.2445, 3.811, 15.4542
Si, 19.6182, 5.6497, 16.7852
Si, 19.3316, 7.6944, 15.6491
Si, 18.7783, 13.5039, 17.0567
Si, 23.5472, 2.0697, 17.0193
Si, 23.1962, 3.8501, 15.4718
Si, 23.3956, 9.6798, 16.7045
Si, 23.7306, 13.5445, 16.9473
Si, 25.638, 2.1311, 18.3897
Si, 25.9619, 5.7458, 16.9185
Si, 26.7362, 7.6115, 15.626
Si, 26.7473, 13.0936, 19.1268
Si, 14.7123, 13.9415, 19.8099
Si, 29.4186, 5.9614, 18.8804
Si, 21.6566, 9.6206, 18.234
Si, 15.3987, 16.9886, 19.74
Si, 18.3799, 17.3395, 19.8376
Si, 17.2034, 6.0728, 18.6028
Si, 19.4638, 9.5289, 17.1368
Si, 19.5996, 14.4033, 19.8924
Si, 21.6355, 2.7457, 18.1667
Si, 21.5889, 5.2129, 18.0165
Si, 20.647, 9.4463, 22.0389
Si, 22.5767, 14.0978, 19.9448
Si, 27.3198, 1.8948, 16.7777
Si, 26.5849, 5.0249, 19.0544
Si, 28.8755, 9.0344, 18.6737
Si, 26.185, 13.384, 16.8712
Si, 25.2194, 12.1177, 27.932
Si, 27.646, 12.0648, 26.0421
Si, 16.5759, 13.9863, 24.3283
Si, 15.6566, 12.1783, 22.1591
Si, 22.6979, 5.2919, 22.0282
Si, 15.7315, 5.5828, 21.0975
Si, 19.3181, 13.8736, 22.7675
Si, 20.9854, 2.8583, 21.0514
Si, 21.5814, 7.3053, 20.2224
Si, 20.3454, 9.3896, 25.132
Si, 21.9509, 5.0848, 25.0374
Si, 31.3505, 16.8083, 24.109
Si, 25.7485, 5.623, 22.0014
Si, 25.6197, 10.9068, 20.7927
Si, 25.163, 15.2259, 20.5673
Si, 23.7638, 12.9015, 25.376
Si, 25.8023, 11.1988, 23.7571
Si, 15.839, 15.2923, 30.7258
Si, 30.3987, 3.031, 21.7749
Si, 26.3858, 8.6298, 22.4639
Si, 23.0898, 18.0858, 26.5681
Si, 29.229, 9.4369, 21.783
Si, 33.3498, 2.7107, 25.9421
Si, 20.6977, 12.4503, 25.0131
Si, 27.7057, 3.4079, 23.1732
Si, 16.5191, 8.7432, 28.1259
Si, 18.2544, 13.0939, 26.7778
Si, 25.1411, 4.2972, 28.2716
Si, 26.328, 16.1689, 23.2293
Si, 20.4447, 17.0581, 26.5672
Si, 21.1421, 16.3251, 23.5324
Si, 28.8756, 17.8508, 25.7872
Si, 22.5476, 11.2238, 20.5518
Si, 27.4297, 15.173, 26.001
Si, 23.87, 15.8314, 24.6704
Si, 19.0017, 5.4996, 26.1051
Si, 29.28, 10.1631, 27.6735
Si, 32.0166, 8.0583, 22.4907
Si, 33.0187, 10.5315, 21.2172
Si, 27.7209, 7.5533, 28.1149
Si, 18.2943, 10.9318, 28.7544
Si, 16.9495, 17.3171, 29.0058
Si, 24.7396, 7.2912, 28.1867
Si, 25.948, 14.9392, 28.6597
Si, 22.2265, 7.4517, 26.8312
Si, 20.2914, 5.9923, 28.7791
Si, 17.7021, 8.0768, 25.4153
Si, 28.1703, 4.5303, 27.8763
Si, 30.7786, 13.4877, 0.658
Si, 30.7746, 1.961, 0.6524
Si, 30.7719, 5.7861, 0.6391
Si, 30.7764, 9.6211, 0.6457
Si, 3.7881, 13.4803, 0.6565
Si, 3.7809, 1.9609, 0.6644
Si, 3.7823, 5.7922, 0.6471
Si, 3.7819, 9.6301, 0.6585
Si, 7.7073, 13.4952, 0.6736
Si, 7.7046, 1.9802, 0.6734
Si, 7.7032, 5.812, 0.6636
Si, 7.7037, 9.6339, 0.6713
Si, 11.4881, 13.5018, 0.6647
Si, 11.4844, 1.9824, 0.6629
Si, 11.4821, 5.8322, 0.656
Si, 11.4884, 9.6538, 0.6601
Si, 15.41, 13.5057, 0.6582
Si, 15.4061, 1.9807, 0.6517
Si, 15.3979, 5.8205, 0.65
Si, 15.4115, 9.6421, 0.6488
Si, 19.1942, 13.4703, 0.6375
Si, 19.1867, 1.9508, 0.6427
Si, 19.1843, 5.8111, 0.6451
Si, 19.1942, 9.6296, 0.6329
Si, 23.0934, 13.4761, 0.6449
Si, 23.0842, 1.9506, 0.6433
Si, 23.096, 5.776, 0.6484
Si, 23.0927, 9.615, 0.6365
Si, 26.8706, 13.4733, 0.6436
Si, 26.8681, 1.9475, 0.6442
Si, 26.8738, 5.7884, 0.6381
Si, 26.8685, 9.6231, 0.6378
Si, 1.8968, 13.4841, 2.045
Si, 1.8891, 1.9569, 2.0469
Si, 1.8898, 5.7904, 2.035
Si, 1.8899, 9.6301, 2.0427
Si, 5.742, 13.4944, 1.9916
Si, 5.7396, 1.9624, 1.9943
Si, 5.7378, 5.8039, 1.9865
Si, 5.7386, 9.6403, 1.9928
Si, 9.5983, 13.5016, 2.0608
Si, 9.5964, 1.9759, 2.0607
Si, 9.594, 5.819, 2.0564
Si, 9.5971, 9.6508, 2.0568
Si, 13.4498, 13.5042, 1.9865
Si, 13.4476, 1.9727, 1.9845
Si, 13.4422, 5.818, 1.9853
Si, 13.4518, 9.653, 1.9827
Si, 17.3052, 13.4916, 2.0349
Si, 17.298, 1.9637, 2.0366
Si, 17.2927, 5.8129, 2.0361
Si, 17.3048, 9.6407, 2.0305
Si, 21.141, 13.4817, 1.9774
Si, 21.1351, 1.9501, 1.9813
Si, 21.1388, 5.7917, 1.9792
Si, 21.1417, 9.6292, 1.9751
Si, 24.9829, 13.4758, 2.0383
Si, 24.9778, 1.9428, 2.0358
Si, 24.9874, 5.7835, 2.0394
Si, 24.9806, 9.6241, 2.0343
Si, 28.8231, 13.478, 1.9834
Si, 28.821, 1.9459, 1.9835
Si, 28.8243, 5.7862, 1.9808
Si, 28.8228, 9.6251, 1.9776
Si, 1.8964, 15.4125, 3.3897
Si, 1.8931, 3.8752, 3.3981
Si, 1.8944, 7.7103, 3.3946
Si, 1.8943, 11.5574, 3.3902
Si, 5.739, 15.4209, 3.3598
Si, 5.7376, 3.8837, 3.3645
Si, 5.7358, 7.7212, 3.3658
Si, 5.7381, 11.5704, 3.3584
Si, 9.5934, 15.4317, 3.4062
Si, 9.5939, 3.8956, 3.413
Si, 9.5907, 7.7359, 3.4169
Si, 9.5921, 11.5766, 3.4077
Si, 13.4464, 15.4315, 3.3517
Si, 13.4447, 3.8934, 3.3567
Si, 13.4468, 7.7367, 3.3613
Si, 13.4485, 11.5787, 3.3523
Si, 17.2965, 15.4205, 3.3807
Si, 17.2947, 3.8862, 3.386
Si, 17.2969, 7.7291, 3.3938
Si, 17.2975, 11.5668, 3.3802
Si, 21.1366, 15.4079, 3.3457
Si, 21.1346, 3.8707, 3.3527
Si, 21.1409, 7.7123, 3.3526
Si, 21.1399, 11.5579, 3.3434
Si, 24.9828, 15.4027, 3.3889
Si, 24.9835, 3.8612, 3.3958
Si, 24.9838, 7.7068, 3.3965
Si, 24.9821, 11.55, 3.3886
Si, 28.8277, 15.4044, 3.3502
Si, 28.8261, 3.8654, 3.3572
Si, 28.8282, 7.7073, 3.3562
Si, 28.8284, 11.5508, 3.3483
Si, 30.7429, 15.4041, 4.7338
Si, 30.7407, 3.8654, 4.7418
Si, 30.7428, 7.71, 4.7415
Si, 30.7424, 11.5548, 4.7336
Si, 3.8215, 15.4164, 4.74
Si, 3.8207, 3.8762, 4.7448
Si, 3.82, 7.7184, 4.7461
Si, 3.8212, 11.5674, 4.7384
Si, 7.6523, 15.4272, 4.7425
Si, 7.651, 3.886, 4.7474
Si, 7.6476, 7.7325, 4.7506
Si, 7.6497, 11.579, 4.7417
Si, 11.5342, 15.4326, 4.7388
Si, 11.5336, 3.8917, 4.7451
Si, 11.5328, 7.7401, 4.7463
Si, 11.5335, 11.5828, 4.7364
Si, 15.366, 15.4249, 4.7261
Si, 15.3644, 3.8874, 4.7314
Si, 15.3661, 7.7364, 4.737
Si, 15.3685, 11.5771, 4.7255
Si, 19.2219, 15.4139, 4.7273
Si, 19.2208, 3.8766, 4.7323
Si, 19.2273, 7.7211, 4.7346
Si, 19.2249, 11.5677, 4.7238
Si, 23.0479, 15.403, 4.7298
Si, 23.0477, 3.8637, 4.7354
Si, 23.0494, 7.7108, 4.7397
Si, 23.048, 11.5564, 4.7301
Si, 26.9178, 15.4005, 4.733
Si, 26.9164, 3.859, 4.7405
Si, 26.9177, 7.7075, 4.7405
Si, 26.9176, 11.5505, 4.7297
Si, 30.7536, 13.4784, 6.0937
Si, 30.756, 1.9372, 6.0995
Si, 30.7527, 5.7868, 6.1046
Si, 30.7553, 9.6366, 6.1014
Si, 3.8068, 13.4918, 6.1017
Si, 3.8126, 1.9499, 6.1055
Si, 3.807, 5.796, 6.1097
Si, 3.8155, 9.6473, 6.1031
Si, 7.6525, 13.5038, 6.1039
Si, 7.6506, 1.9602, 6.1106
Si, 7.649, 5.8074, 6.1105
Si, 7.6424, 9.6614, 6.1085
Si, 11.5302, 13.5068, 6.0976
Si, 11.5288, 1.9655, 6.1053
Si, 11.5274, 5.8157, 6.1042
Si, 11.5284, 9.6673, 6.1046
Si, 15.3755, 13.5003, 6.0863
Si, 15.3705, 1.9596, 6.0897
Si, 15.3759, 5.8105, 6.0932
Si, 15.3756, 9.663, 6.0956
Si, 19.2083, 13.4896, 6.0879
Si, 19.2126, 1.949, 6.0877
Si, 19.2142, 5.7975, 6.0941
Si, 19.2222, 9.6503, 6.0881
Si, 23.0489, 13.4798, 6.0933
Si, 23.05, 1.9363, 6.0953
Si, 23.052, 5.7849, 6.1
Si, 23.0468, 9.6388, 6.0984
Si, 26.9191, 13.4731, 6.092
Si, 26.9199, 1.9322, 6.1003
Si, 26.9145, 5.7825, 6.1019
Si, 26.9182, 9.6345, 6.1006
Si, 1.8883, 13.4844, 7.4807
Si, 1.8956, 1.938, 7.482
Si, 1.891, 5.7859, 7.4888
Si, 1.9005, 9.6433, 7.477
Si, 5.7221, 13.5011, 7.4629
Si, 5.7223, 1.9538, 7.4759
Si, 5.7207, 5.8025, 7.4711
Si, 5.7199, 9.661, 7.4815
Si, 9.5929, 13.5127, 7.4471
Si, 9.5905, 1.9641, 7.4534
Si, 9.5883, 5.8136, 7.4515
Si, 9.5828, 9.6727, 7.4437
Si, 13.4618, 13.5006, 7.4504
Si, 13.4588, 1.9594, 7.4616
Si, 13.4591, 5.8174, 7.4529
Si, 13.4594, 9.6766, 7.4596
Si, 17.29, 13.4975, 7.4649
Si, 17.2928, 1.954, 7.4566
Si, 17.2962, 5.8052, 7.4655
Si, 17.3054, 9.6624, 7.4554
Si, 21.1204, 13.4827, 7.4522
Si, 21.1231, 1.9372, 7.456
Si, 21.1263, 5.788, 7.4587
Si, 21.1251, 9.6499, 7.4675
Si, 24.9865, 13.4734, 7.4404
Si, 24.9849, 1.9281, 7.4452
Si, 24.9835, 5.7804, 7.454
Si, 24.9806, 9.6385, 7.4445
Si, 28.8434, 13.4688, 7.4576
Si, 28.8457, 1.9291, 7.4649
Si, 28.8389, 5.781, 7.4642
Si, 28.8431, 9.6373, 7.4664
Si, 1.89, 15.4029, 8.8589
Si, 1.8905, 3.8553, 8.8581
Si, 1.8956, 7.7209, 8.8455
Si, 1.8966, 11.5628, 8.8546
Si, 5.7057, 15.4138, 8.8342
Si, 5.7068, 3.8797, 8.8323
Si, 5.7061, 7.7267, 8.8268
Si, 5.7092, 11.5938, 8.8389
Si, 9.5905, 15.4297, 8.8196
Si, 9.589, 3.8886, 8.8128
Si, 9.5768, 7.7498, 8.796
Si, 9.5894, 11.5937, 8.8106
Si, 13.468, 15.4138, 8.8134
Si, 13.4694, 3.8931, 8.8063
Si, 13.4676, 7.7479, 8.8003
Si, 13.4743, 11.5957, 8.8308
Si, 17.2888, 15.4229, 8.8311
Si, 17.2965, 3.8738, 8.8252
Si, 17.309, 7.7419, 8.8176
Si, 17.3023, 11.5763, 8.8377
Si, 21.1055, 15.3989, 8.8145
Si, 21.1172, 3.8594, 8.8122
Si, 21.118, 7.7156, 8.8091
Si, 21.1107, 11.5764, 8.832
Si, 24.9907, 15.3892, 8.807
Si, 24.991, 3.8471, 8.8084
Si, 24.9821, 7.7163, 8.8014
Si, 24.9795, 11.5581, 8.8124
Si, 28.8618, 15.3854, 8.8173
Si, 28.8576, 3.8541, 8.82
Si, 28.8502, 7.7083, 8.8147
Si, 28.8574, 11.5576, 8.8338
Si, 30.7494, 15.3896, 10.2378
Si, 30.7484, 3.8487, 10.2353
Si, 30.7513, 7.7103, 10.2128
Si, 30.7627, 11.5398, 10.2397
Si, 3.8012, 15.3953, 10.2418
Si, 3.8034, 3.8582, 10.2377
Si, 3.8038, 7.7145, 10.2293
Si, 3.8036, 11.5994, 10.2449
Si, 7.6402, 15.4293, 10.1598
Si, 7.6426, 3.8888, 10.1553
Si, 7.6401, 7.7424, 10.1494
Si, 7.6496, 11.6153, 10.1603
Si, 11.5419, 15.4161, 10.1546
Si, 11.5403, 3.8959, 10.1418
Si, 11.5254, 7.7666, 10.1167
Si, 11.5312, 11.5972, 10.1542
Si, 15.3739, 15.4211, 10.2056
Si, 15.3794, 3.8923, 10.1932
Si, 15.3881, 7.7618, 10.173
Si, 15.3941, 11.5718, 10.2188
Si, 19.1979, 15.4057, 10.2138
Si, 19.2094, 3.8576, 10.2032
Si, 19.217, 7.7243, 10.204
Si, 19.2048, 11.5944, 10.2349
Si, 23.0417, 15.3792, 10.1369
Si, 23.0481, 3.8413, 10.1443
Si, 23.0443, 7.7188, 10.1431
Si, 23.0432, 11.578, 10.1659
Si, 26.9375, 15.3829, 10.1492
Si, 26.9332, 3.8413, 10.154
Si, 26.9207, 7.7144, 10.1432
Si, 26.9186, 11.5485, 10.1572
O, 32.325, 7.7956, 31.5209
O, 31.8656, 15.9244, 31.8507
O, 7.1999, 4.008, 31.2278
O, 4.6579, 3.9963, 31.5931
O, 6.8995, 7.2647, 31.2134
O, 4.8302, 11.7, 31.6145
O, 6.8784, 11.4791, 30.0137
O, 4.5412, 15.6817, 31.608
O, 7.0975, 15.5539, 31.2329
O, 8.9497, 11.9481, 31.6575
O, 14.81, 3.6027, 31.4384
O, 14.4186, 6.9123, 31.2435
O, 12.4414, 11.6349, 31.5602
O, 14.9645, 11.7907, 30.9552
O, 14.3338, 15.1573, 31.2676
O, 32.0385, 17.3301, 19.0303
O, 30.3538, 13.1386, 18.4967
O, 32.658, 13.4218, 17.3245
O, 17.5328, 10.2167, 19.7104
O, 5.6443, 15.1888, 19.6896
O, 4.2453, 13.3361, 18.44
O, 4.8385, 9.5591, 18.4201
O, 7.3819, 9.2239, 18.3511
O, 8.0863, 13.3841, 18.4685
O, 12.8178, 4.9141, 19.069
O, 10.6067, 6.0361, 18.4586
O, 12.2427, 9.9335, 18.0454
O, 6.4227, 11.4925, 19.2109
O, 11.5635, 13.5686, 18.2577
O, 28.0998, 13.8636, 19.5625
O, 32.4887, 17.6794, 27.2582
O, 32.0266, 5.4017, 30.3649
O, 33.3411, 9.2931, 28.6319
O, 32.8009, 11.3479, 30.0614
O, 4.1376, 12.5648, 25.7767
O, 31.8889, 13.7307, 30.4967
O, 31.6589, 16.0738, 29.2252
O, 18.353, 16.5486, 28.9851
O, 16.664, 17.9799, 27.5591
O, 4.559, 6.8605, 30.0396
O, 6.0314, 2.5613, 19.7978
O, 4.4317, 11.2014, 29.0373
O, 5.3769, 9.3318, 30.5346
O, 5.7521, 17.4893, 30.0773
O, 9.5395, 4.4772, 30.0685
O, 5.2291, 4.8728, 25.6765
O, 9.124, 7.6328, 29.8065
O, 8.1035, 9.5572, 31.2404
O, 8.9419, 17.4657, 30.8641
O, 9.3356, 15.0827, 30.0285
O, 11.0891, 4.1536, 27.9756
O, 12.87, 4.4528, 29.8984
O, 12.3219, 7.7861, 29.8807
O, 8.8164, 14.3186, 25.7138
O, 13.2882, 10.8881, 29.1284
O, 12.8558, 17.3484, 30.7501
O, 11.9884, 14.9028, 30.2061
O, 10.9736, 11.4222, 27.1793
O, 29.8649, 2.5555, 20.3219
O, 13.1453, 7.5703, 18.522
O, 30.2975, 5.9204, 20.2431
O, 30.0398, 13.2579, 21.1722
O, 13.81, 9.5926, 20.1116
O, 30.2245, 15.4488, 19.6973
O, 3.4512, 2.3599, 20.4046
O, 13.4866, 11.1978, 26.5516
O, 3.7705, 5.7214, 27.7165
O, 32.7335, 7.7251, 18.7778
O, 3.0154, 15.4414, 19.2746
O, 3.9536, 13.8431, 21.0907
O, 7.0989, 13.3655, 20.9079
O, 8.1705, 15.634, 20.2229
O, 10.0607, 16.8965, 21.3971
O, 10.513, 3.5159, 19.1503
O, 8.6237, 3.2837, 27.8931
O, 6.6657, 5.2542, 23.4932
O, 9.1725, 5.5499, 22.8041
O, 11.4545, 11.9418, 20.3211
O, 9.6984, 9.6997, 17.4021
O, 10.5493, 14.3661, 20.5945
O, 31.3834, 15.2081, 24.2093
O, 17.2355, 17.4651, 25.0177
O, 32.2655, 6.6121, 21.8499
O, 15.045, 4.3098, 21.7759
O, 10.5302, 13.0245, 29.1086
O, 14.3637, 11.2381, 22.065
O, 32.4226, 13.3791, 25.701
O, 9.08, 5.8609, 27.8994
O, 6.0493, 16.6558, 24.5189
O, 4.7091, 4.593, 20.8051
O, 3.407, 6.6938, 25.2654
O, 5.9552, 8.5529, 25.8262
O, 10.8558, 15.3219, 27.8965
O, 9.2534, 15.7934, 23.5976
O, 5.5963, 10.7481, 24.5503
O, 7.6652, 3.815, 25.466
O, 11.0584, 5.344, 20.9949
O, 14.2297, 17.4378, 20.7522
O, 12.5958, 9.4232, 22.5119
O, 10.3459, 9.6816, 21.2628
O, 33.1974, 13.4988, 23.1698
O, 10.3082, 16.2523, 18.8878
O, 10.1188, 11.9566, 22.555
O, 8.985, 11.7678, 24.8925
O, 4.1209, 17.6806, 26.0399
O, 8.9766, 16.9518, 25.941
O, 15.4567, 9.9531, 27.8825
O, 8.851, 11.5361, 20.2178
O, 6.4435, 15.5496, 22.2132
O, 15.4764, 17.461, 23.0258
O, 13.8883, 9.4406, 31.2288
O, 15.0212, 8.6974, 22.2538
O, 33.1459, 11.5694, 27.4289
O, 21.664, 17.8424, 27.2751
O, 11.1182, 15.5006, 25.3272
O, 4.994, 15.3657, 26.6643
O, 13.2048, 8.7316, 27.555
O, 16.6336, 8.2234, 24.235
O, 17.601, 8.7209, 21.8621
O, 14.7153, 17.6675, 25.4814
O, 7.8377, 2.3527, 22.7674
O, 17.74, 4.4976, 25.9604
O, 32.3445, 8.0313, 26.6113
O, 10.7823, 7.8424, 27.7786
O, 8.1946, 8.2593, 27.346
O, 29.1156, 9.5946, 20.1727
O, 11.6311, 11.9785, 24.7499
O, 20.0664, 14.9326, 29.9115
O, 28.1718, 6.1124, 27.5107
O, 31.3814, 7.58, 29.0504
O, 17.0193, 11.3132, 22.0526
O, 10.3663, 2.8431, 23.5465
O, 7.3896, 6.4073, 25.6841
O, 26.7548, 4.6512, 22.8129
O, 16.8407, 7.9177, 31.6439
O, 16.7627, 16.0522, 31.8116
O, 22.5719, 4.1438, 30.8736
O, 20.1369, 4.2326, 31.7724
O, 22.3012, 7.3087, 31.2429
O, 20.279, 11.7504, 31.6288
O, 22.2981, 11.4941, 29.9891
O, 22.4148, 15.4285, 30.796
O, 24.4187, 11.8693, 31.5642
O, 24.8063, 15.1303, 31.6852
O, 28.1076, 4.2604, 31.8229
O, 30.4782, 3.324, 31.0192
O, 29.9365, 6.7922, 31.142
O, 27.8162, 11.488, 31.4796
O, 30.3318, 11.711, 30.9543
O, 29.6407, 15.1199, 30.5971
O, 16.8361, 2.1088, 20.288
O, 15.1061, 2.2746, 18.3127
O, 14.7766, 13.2076, 18.3636
O, 17.1644, 13.5314, 17.2979
O, 18.4539, 2.3474, 18.2655
O, 18.6098, 5.509, 18.0822
O, 32.9344, 10.284, 19.6221
O, 21.1507, 14.8209, 19.863
O, 19.3627, 13.5049, 18.5738
O, 23.0797, 13.6424, 18.4627
O, 28.2129, 4.866, 19.0185
O, 27.4704, 9.5916, 18.1062
O, 21.6545, 10.926, 19.2226
O, 13.1652, 13.989, 20.2791
O, 17.0512, 18.4625, 30.1251
O, 16.4836, 5.5233, 30.5519
O, 17.921, 9.3639, 28.6494
O, 17.41, 11.5075, 29.9578
O, 19.6847, 13.1697, 26.0375
O, 16.4904, 13.8345, 30.5447
O, 15.8205, 16.2116, 29.389
O, 34.2164, 16.4205, 28.6712
O, 19.1223, 5.9442, 27.6652
O, 21.2302, 17.5155, 22.4597
O, 19.8533, 11.2036, 29.0663
O, 20.8051, 9.3654, 30.5986
O, 20.5792, 4.4697, 29.2365
O, 25.0492, 4.2787, 29.8869
O, 20.421, 4.9097, 25.5687
O, 24.5352, 7.3026, 29.7903
O, 23.6904, 9.4962, 30.8732
O, 19.4543, 10.4535, 21.6083
O, 24.0819, 17.4676, 30.9059
O, 24.5625, 15.6451, 29.1211
O, 27.8567, 7.5558, 29.7321
O, 28.7773, 4.4028, 29.3558
O, 30.8643, 9.8618, 27.8227
O, 24.0218, 12.5597, 26.9355
O, 34.009, 13.9459, 27.8386
O, 28.2909, 17.4176, 30.4816
O, 27.1689, 15.2966, 29.6553
O, 26.4585, 11.5875, 27.0464
O, 28.7054, 7.4182, 18.7795
O, 14.6054, 6.4002, 20.2604
O, 20.4939, 8.115, 21.1071
O, 28.9435, 11.1723, 26.4479
O, 15.3577, 15.3951, 19.5885
O, 15.6116, 13.2173, 20.9266
O, 29.0799, 3.5867, 26.9313
O, 16.886, 5.2716, 19.9946
O, 17.3199, 7.6822, 18.906
O, 18.7517, 15.7688, 19.9367
O, 19.2201, 13.5261, 21.1951
O, 21.6159, 2.1797, 19.7193
O, 25.9528, 9.3404, 21.0624
O, 21.0553, 6.0635, 19.3417
O, 22.402, 12.7928, 20.8963
O, 23.553, 15.1768, 20.6582
O, 25.9163, 15.2314, 21.9872
O, 25.8252, 3.5816, 19.1155
O, 24.1584, 3.1948, 27.649
O, 26.1628, 5.7606, 20.4355
O, 24.2758, 4.9566, 22.1577
O, 26.638, 11.5771, 19.718
O, 24.9001, 9.6304, 17.4228
O, 25.5298, 13.8343, 19.8715
O, 15.7499, 15.3551, 24.5396
O, 32.7614, 17.4093, 24.6104
O, 16.3409, 6.4573, 22.2981
O, 31.5861, 4.1069, 21.6434
O, 25.7385, 13.3564, 28.806
O, 20.0834, 12.6737, 23.5323
O, 22.1826, 13.0513, 25.1225
O, 29.2686, 10.9533, 22.3788
O, 5.2481, 8.5858, 23.1751
O, 24.696, 5.7431, 27.7248
O, 20.6609, 16.8494, 24.9816
O, 18.624, 6.7711, 25.1974
O, 18.7556, 9.307, 25.4429
O, 26.2356, 15.3157, 27.1047
O, 21.9772, 5.3443, 23.4596
O, 24.9731, 16.7221, 23.9007
O, 20.819, 10.897, 25.3619
O, 20.8521, 17.4746, 30.4485
O, 22.8481, 3.7784, 25.3803
O, 10.4168, 9.7436, 23.9015
O, 17.0551, 13.4809, 25.7798
O, 28.0057, 8.6234, 22.448
O, 21.1885, 8.4942, 26.18
O, 17.8588, 14.1743, 23.3737
O, 25.5964, 16.453, 19.6135
O, 25.7886, 11.6976, 22.2103
O, 24.4149, 14.3432, 25.0055
O, 24.4555, 11.7416, 24.4797
O, 19.1416, 17.9494, 26.7679
O, 23.5378, 16.6452, 26.0108
O, 22.6728, 6.7225, 21.2613
O, 19.3717, 2.8754, 20.7485
O, 24.1062, 10.9544, 20.2425
O, 22.5933, 15.6692, 23.7134
O, 21.8081, 4.2453, 21.1792
O, 31.0194, 17.1592, 22.5714
O, 29.3068, 9.3158, 31.077
O, 30.5504, 8.5991, 22.1305
O, 12.4793, 13.6529, 26.6424
O, 7.2651, 5.3211, 20.9682
O, 17.9523, 11.6197, 27.341
O, 6.5766, 17.3789, 26.9725
O, 27.096, 15.3659, 24.4145
O, 13.5591, 3.5328, 27.5085
O, 20.2458, 15.6665, 27.3542
O, 32.7787, 5.261, 19.613
O, 28.591, 8.7192, 27.4348
O, 32.1668, 7.9579, 24.0821
O, 33.1196, 9.0935, 21.9326
O, 15.6136, 12.9203, 23.5931
O, 8.5174, 12.3927, 27.3806
O, 26.654, 3.9672, 27.8263
O, 33.3683, 4.3162, 25.8217
O, 16.8261, 7.9636, 26.7589
O, 28.4098, 16.4114, 26.3777
O, 28.0031, 13.654, 26.1678
O, 20.1371, 15.2415, 22.9392
O, 26.1763, 7.8852, 27.785
O, 23.5856, 8.1231, 27.4049
O, 3.4791, 11.4191, 21.7682
O, 13.0111, 16.3592, 26.8651
O, 11.6362, 5.0868, 23.573
O, 15.9041, 7.714, 29.2016
O, 22.1723, 8.3599, 19.1538
O, 27.1599, 17.3888, 22.578
O, 22.6289, 6.3786, 25.7071
O, 4.9845, 12.9633, 23.3452
O, 18.3107, 14.083, 28.0559
O, 25.8396, 9.5655, 23.6866
O, 27.1088, 11.7587, 24.5422
O, 12.2315, 3.1011, 25.3314
O, 6.2208, 9.4287, 20.7741
O, 5.2662, 7.0728, 20.9375
O, 5.252, 2.5024, 22.3348
O, 20.6134, 8.9822, 23.586
O, 25.8172, 7.1271, 22.6094
O, 31.6938, 11.3253, 21.6303
O, 29.1641, 3.7024, 22.5619
O, 12.8404, 6.1243, 27.8904
O, 24.6955, 11.0301, 29.0025
O, 32.8263, 18.3512, 29.8568
O, 3.5078, 9.2286, 25.087
O, 5.6141, 4.5922, 29.1981
O, 6.0778, 6.9068, 27.9228
O, 5.4095, 14.9523, 29.2477
O, 9.3209, 10.7786, 29.2562
O, 19.9323, 6.9091, 30.0695
O, 27.805, 3.149, 24.7707
O, 28.7171, 10.8532, 29.0373
O, 6.6873, 12.9182, 25.4464
O, 12.9704, 2.9716, 22.8209
O, 22.0308, 10.255, 21.7488
O, 10.9261, 7.4427, 22.6114
O, 21.5847, 6.6693, 28.0902
O, 30.7594, 12.7351, 23.6667
O, 7.4503, 7.54, 22.307
O, 30.2508, 17.5375, 25.0278

Results
total energy: -215985.635 eV
total energy less fixed offsets of O -438.35, Si -107.03 eV per atom: -8.005 eV

Forces (eV/angstrom), in the order of the atoms: element, x, y, z
Si, 0.2353, -0.0171, 0.6074
Si, 0.0352, 0.0791, 0.1769
Si, 0.1785, -0.0303, 0.6784
Si, 0.2428, -0.1688, 0.5728
Si, -0.1469, 0.0371, 0.6915
Si, -0.2883, -0.0375, 0.6332
Si, -0.014, 0.006, 0.215
Si, -0.0198, 0.0541, 0.1542
Si, 0.2859, 0.1236, 0.6538
Si, 0.3348, -0.2892, 0.4403
Si, 0.0867, 0.1067, 0.0895
Si, 0.2811, -0.0971, 0.7421
Si, -0.3494, 0.1591, 0.5953
Si, -0.3978, -0.0572, 0.4453
Si, -0.1307, -0.0749, 0.0643
Si, -0.2498, 0.0889, 0.6248
Si, -0.1092, 0.0093, 0.1655
Si, -0.0087, -0.0332, 0.0337
Si, -0.2208, -0.0192, 0.6762
Si, -0.1382, -0.0158, 0.7935
Si, -0.0098, 0.0076, -0.007
Si, 0.0152, 0.001, 0.0643
Si, 0.2818, -0.06, 0.5623
Si, 0.0123, 0.0477, 0.0064
Si, -0.012, -0.0544, -0.0034
Si, -0.057, 0.006, 0.062
Si, 0.024, -0.0529, -0.0667
Si, -0.0446, 0.0341, 0.0276
Si, -0.0296, -0.0001, 0.0185
Si, 0.1856, -0.0357, 0.5812
Si, 0.044, 0.019, 0.0356
Si, 0.0194, -0.0085, 0.029
Si, 0.0369, 0.0064, -0.0689
Si, 0.0243, 0.0039, -0.1015
Si, 0.0265, 0.0201, -0.1078
Si, 0.0305, -0.0593, -0.1044
Si, -0.0099, 0.0007, -0.0812
Si, -0.0167, -0.0279, -0.0718
Si, -0.0245, -0.0559, -0.0423
Si, 0.074, -0.0257, 0.0285
Si, -0.0169, 0.0108, -0.0851
Si, 0.0226, 0.0079, -0.0892
Si, -0.181, 0.0148, 0.5927
Si, 0.0093, 0.0276, -0.0086
Si, -0.0149, 0.0231, -0.0647
Si, -0.0308, 0.0048, -0.0895
Si, -0.0049, 0.0106, -0.076
Si, -0.0278, 0.0236, -0.0461
Si, -0.0011, -0.0243, -0.0512
Si, -0.0177, 0.0092, -0.0476
Si, -0.0046, 0.0033, -0.0221
Si, -0.0102, 0.0086, -0.0243
Si, -0.0099, -0.0083, 0.0406
Si, 0.0013, 0.0085, 0.0316
Si, -0.0276, 0.0057, 0.0261
Si, -0.0045, 0.0208, 0.046
Si, 0.0084, -0.0002, -0.0575
Si, -0.0017, 0.0218, -0.016
Si, 0.0084, -0.0202, -0.0329
Si, 0.0088, -0.0271, -0.0968
Si, 0.0048, 0.0047, 0.0348
Si, 0.0029, -0.0195, 0.0282
Si, 0.0005, 0.0472, 0.029
Si, -0.021, -0.0293, 0.0465
Si, 0.0038, -0.0101, 0.0402
Si, -0.0037, -0.0012, 0.0142
Si, -0.0036, 0.0168, 0.0104
Si, 0.0268, 0.0016, 0.0484
Si, 0.0107, -0.0092, -0.0061
Si, 0.0064, 0.0014, -0.027
Si, 0.0165, 0.0181, -0.0041
Si, 0.0148, 0.0007, -0.0117
Si, -0.0003, 0.0003, 0.0208
Si, -0.008, 0.0383, -0.0039
Si, -0.0064, -0.0142, 0.0359
Si, 0.0078, -0.0143, 0.007
Si, 0.0112, 0.0018, -0.0303
Si, -0.0019, 0.0128, 0.0006
Si, -0.0067, -0.0076, -0.0225
Si, -0.0081, -0.0109, 0.0116
Si, 0.0125, 0.0013, 0.0236
Si, 0.0328, -0.0087, 0.0262
Si, 0.0198, 0.0083, 0.0174
Si, -0.0044, 0.0121, 0.0174
Si, -0.0425, -0.0074, 0.0284
Si, -0.0449, 0.0134, 0.0285
Si, -0.0272, -0.0103, 0.0342
Si, -0.043, 0.0014, 0.0243
Si, 0.0242, -0.018, 0.0248
Si, 0.0521, 0.0142, 0.02
Si, 0.0208, 0.0029, 0.024
Si, 0.0374, 0.0032, 0.0158
Si, -0.0227, 0.001, 0.0168
Si, -0.0229, -0.0085, 0.0207
Si, -0.0282, -0.0044, 0.0184
Si, -0.0275, 0.0061, 0.0228
Si, 0.0269, 0.0068, -0.0044
Si, 0.0115, -0.0016, -0.021
Si, -0.0155, 0.0115, -0.0056
Si, 0.0068, 0.0038, -0.0124
Si, 0.0016, -0.0012, -0.0344
Si, -0.0174, 0.0109, -0.0086
Si, 0.0126, -0.0053, -0.0136
Si, 0.0072, -0.0009, -0.0129
Si, -0.0181, 0.0108, -0.0141
Si, 0.0078, 0.0037, -0.0362
Si, -0.0257, -0.0057, -0.0201
Si, 0.011, -0.0046, -0.0252
Si, 0.0187, 0.0029, -0.0158
Si, -0.007, -0.0094, -0.0218
Si, 0.017, -0.0018, -0.0216
Si, -0.0154, -0.0033, -0.0174
Si, -0.0221, -0.0098, 0.0741
Si, -0.0221, 0.052, 0.0044
Si, -0.0143, 0, -0.008
Si, -0.0272, -0.0397, -0.0316
Si, 0.0104, -0.0076, 0.0075
Si, 0.0358, 0.0025, 0.0205
Si, 0.0025, -0.0164, 0.0186
Si, 0.0024, -0.0122, 0.0406
Si, -0.0031, -0.0117, 0.0416
Si, 0.0281, -0.0168, 0.0099
Si, -0.0122, 0.0167, 0.0077
Si, 0.0379, 0.0151, 0.003
Si, -0.0046, -0.0091, -0.0134
Si, -0.0182, -0.0058, 0.0063
Si, 0.0118, 0.0119, -0.0043
Si, -0.0278, -0.027, -0.0047
Si, -0.018, 0.0384, 0.0116
Si, -0.0064, -0.0435, 0.0221
Si, -0.0154, 0.0148, -0.0024
Si, -0.0022, 0.0153, -0.0185
Si, 0.009, -0.0292, 0.0161
Si, -0.0184, 0.012, -0.0254
Si, -0.0437, -0.0066, -0.0206
Si, -0.0373, 0.0313, -0.0097
Si, -0.0072, 0.0119, -0.0289
Si, -0.041, -0.0041, -0.0214
Si, 0.0045, -0.0063, -0.0517
Si, 0.0129, -0.0281, -0.0318
Si, -0.004, -0.0516, -0.0257
Si, 0.0275, 0.0308, -0.0319
Si, -0.0387, -0.0051, -0.071
Si, -0.0268, -0.0093, -0.0307
Si, 0.0724, -0.0032, 0.0297
Si, -0.0001, -0.0432, 0.0183
Si, 0.0382, 0.0259, 0.0317
Si, 0.0047, 0.0368, 0.0053
Si, -0.0408, -0.0393, 0.0153
Si, 0.0209, -0.0763, -0.0138
Si, -0.1758, 0.1463, -0.6742
Si, 0.0058, 0.0446, 0.0187
Si, -0.0021, -0.0047, 0.0679
Si, 0.0048, -0.0628, 0.04
Si, 0.0042, 0.062, 0.0433
Si, -0.0001, 0.0069, 0.0818
Si, 0.0466, -0.0038, -0.0114
Si, -0.0178, 0.03, 0.0308
Si, 0.1462, -0.0876, -0.7914
Si, -0.0168, -0.0123, 0.0574
Si, -0.017, 0.0116, -0.0468
Si, 0.0148, 0.0175, -0.0303
Si, -0.0093, -0.0096, 0.1479
Si, -0.3474, 0.1305, -0.6831
Si, 0.0047, 0.0452, -0.0014
Si, -0.0285, 0.0145, -0.0014
Si, -0.0246, 0.0309, 0.027
Si, 0.3228, 0.1192, -0.7094
Si, 0.0887, -0.0606, -0.0768
Si, 0.0213, 0.0445, 0.0238
Si, -0.35, 0.1132, -0.8521
Si, 0.194, 0.0871, -0.6717
Si, -0.0295, 0.2098, -0.679
Si, -0.0506, -0.0771, -0.6468
Si, 0.0692, -0.052, 0.093
Si, -0.063, 0.0528, -0.1069
Si, 0.0977, -0.0102, -0.1271
Si, 0.3525, -0.2285, -0.4991
Si, -0.0768, -0.1484, -0.075
Si, -0.3075, 0.0207, -0.61
Si, 0.3964, 0.3111, -0.5777
Si, 0.0981, -0.1116, -0.6538
Si, -0.3566, 0.0057, -0.3782
Si, 0.0121, -0.0039, -0.1368
Si, 0.0403, 0.1312, -0.4581
Si, 0.0659, 0.0348, -0.0152
Si, 0.0704, -0.0055, -0.0746
Si, -0.033, 0.0218, -0.0452
Si, 0.1019, -0.0257, -0.0702
Si, -0.0852, -0.0395, -0.0437
Si, 0.5365, 0.0547, -0.3954
Si, -0.3236, 0.0841, -0.5762
Si, 0.0062, 0.0072, -0.0041
Si, -0.0341, 0.0428, 0.0776
Si, 0.1025, -0.0403, -0.0928
Si, -0.0473, -0.0015, -0.0754
Si, 0.0402, 0.0771, -0.0664
Si, -0.059, 0.0197, -0.1839
Si, -0.1212, -0.126, -0.0021
Si, 0.1505, -0.0264, -0.2252
Si, 0.0778, -0.0241, -0.6528
Si, -0.0165, -0.1749, -0.0131
Si, -0.0763, 0.0634, 0.0575
Si, -0.01, -0.0171, 0.0461
Si, 0.0253, -0.037, -0.1951
Si, -0.0365, 0.0197, -0.0541
Si, 0.0915, -0.093, 0.0335
Si, 0.0724, -0.0913, 0.0076
Si, 0.0634, -0.0362, 0.0062
Si, 0.0547, 0.0946, 0.1991
Si, -0.0907, 0.0872, 0.0756
Si, -0.0962, -0.053, -0.0234
Si, 0.0361, 0.0894, -0.014
Si, -0.0049, -0.0641, -0.1571
Si, -0.1128, -0.0555, 0.0472
Si, -0.0548, -0.0005, -0.028
Si, 0.0794, -0.0233, 0.0042
Si, -0.0631, 0.0109, 0.1205
Si, -0.0115, 0.1273, 0.0105
Si, 0.0336, 0.0519, 0.068
Si, -0.019, 0.0273, -0.0845
Si, -0.0076, -0.0368, -0.1192
Si, 0.0216, 0.05, -0.0796
Si, -0.1638, -0.0123, 0.0182
Si, 0.0976, 0.0554, -0.1109
Si, 0.0769, -0.072, 0.0749
Si, -0.0498, 0.0249, 0.0201
Si, 0.0545, 0.0134, 0.0678
Si, -0.0006, -0.0487, 0.1577
Si, 0.0364, 0.0578, -0.0632
Si, -0.0917, -0.0294, -0.1107
Si, 0.0319, -0.0273, 0.1382
Si, 0.1103, 0.0024, 0.0746
Si, -0.0451, 0.085, 0.1159
Si, -0.0058, -0.0076, 0.109
Si, 0.0262, 0.1251, 0.1522
Si, -0.049, 0.016, -0.0129
Si, -0.0002, 0.0337, 0.087
Si, 0.0174, 0.0406, 0.1069
Si, -0.0283, 0.0463, 0.1557
Si, 0.1567, -0.0343, 0.6846
Si, 0.033, 0.0616, 0.1669
Si, 0.1969, -0.063, 0.6859
Si, 0.2811, -0.1835, 0.5813
Si, -0.1764, -0.0977, 0.6709
Si, -0.2941, -0.0572, 0.6012
Si, -0.016, -0.029, 0.2025
Si, -0.2521, 0.1057, 0.6638
Si, 0.2306, 0.1741, 0.5564
Si, 0.3167, -0.1689, 0.5038
Si, 0.0714, 0.1177, 0.1535
Si, 0.0363, -0.1004, 0.0666
Si, -0.0419, 0.0044, 0.0786
Si, -0.4246, -0.0937, 0.4547
Si, -0.1276, -0.0958, 0.057
Si, -0.1543, -0.044, 0.7866
Si, -0.0304, -0.0589, 0.1749
Si, -0.0123, -0.0048, 0.0299
Si, -0.2487, -0.0015, 0.6572
Si, -0.0219, -0.0157, 0.0053
Si, -0.0155, 0.0226, -0.1048
Si, -0.0006, -0.0154, 0.05
Si, 0.2369, -0.0896, 0.6155
Si, 0.1788, 0.2251, 0.6507
Si, -0.2809, -0.1598, 0.5805
Si, -0.0175, 0.0404, 0.0495
Si, 0.034, -0.0331, -0.045
Si, 0.0221, 0.0429, -0.0093
Si, -0.0082, 0.0086, 0.0168
Si, 0.1516, 0.0116, 0.6023
Si, 0.0354, 0.0228, 0.0297
Si, -0.0324, -0.0013, 0.0284
Si, 0.03, 0.0062, -0.0597
Si, -0.0046, -0.0244, -0.0898
Si, 0.0179, 0.0093, -0.0904
Si, 0.0017, -0.0076, -0.1039
Si, -0.0157, -0.01, -0.0821
Si, -0.0179, 0.0133, -0.0956
Si, -0.04, -0.0377, -0.0507
Si, 0.0616, -0.0317, 0.0701
Si, -0.0246, -0.0132, -0.0708
Si, 0.0032, -0.0189, -0.0855
Si, -0.144, 0.0556, 0.6112
Si, 0.0248, 0.0042, -0.0781
Si, -0.0235, 0.0107, -0.0747
Si, -0.0183, 0.01, -0.0758
Si, -0.0167, 0.0321, -0.0595
Si, -0.0169, -0.0163, -0.0549
Si, -0.0068, -0.0113, -0.0274
Si, -0.0158, 0.0107, -0.0357
Si, 0.0015, -0.0139, -0.0361
Si, 0, 0.0172, -0.0268
Si, 0.0003, 0.0019, 0.043
Si, 0.0095, 0.0005, 0.0327
Si, -0.0177, 0.0103, 0.018
Si, -0.002, 0.0131, 0.0382
Si, -0.0149, -0.0246, -0.047
Si, 0.0048, 0.0345, -0.0139
Si, 0.0467, -0.0088, -0.0195
Si, 0.0138, -0.0262, -0.047
Si, 0.0178, -0.0026, 0.0356
Si, -0.0034, 0, 0.0275
Si, -0.0086, 0.0252, 0.0129
Si, -0.0278, 0.0029, 0.0286
Si, 0.0045, -0.0036, 0.037
Si, -0.0053, 0.0024, 0.0222
Si, -0.0031, 0.0065, 0.0112
Si, 0.009, -0.0029, 0.0303
Si, -0.0016, -0.0039, 0.0034
Si, -0.0165, -0.0064, -0.0236
Si, 0.0191, 0.0113, -0.0115
Si, 0.0013, -0.0065, -0.0148
Si, -0.0039, -0.0131, 0.0223
Si, -0.0198, 0.0147, -0.0002
Si, 0.0044, 0.0151, 0.0313
Si, -0.0044, -0.0098, 0.0083
Si, -0.0027, -0.0006, -0.0069
Si, -0.0082, 0.009, -0.0177
Si, -0.0029, -0.0027, -0.0068
Si, 0.0128, -0.0131, -0.0024
Si, 0.019, 0.0117, 0.0195
Si, 0.0396, -0.0054, 0.0229
Si, 0.0159, 0.0016, 0.0297
Si, 0.0202, 0.0081, 0.0217
Si, -0.0306, -0.0041, 0.0205
Si, -0.0283, 0.015, 0.0303
Si, -0.0182, -0.0017, 0.0295
Si, -0.0201, 0.0069, 0.0216
Si, 0.0163, -0.0157, 0.0236
Si, 0.0447, 0.0091, 0.0259
Si, 0.0222, -0.0103, 0.0347
Si, 0.0326, -0.0005, 0.0161
Si, -0.0264, 0.0032, 0.0276
Si, -0.0213, -0.0063, 0.0265
Si, -0.0394, -0.0045, 0.0171
Si, -0.0217, 0.0037, 0.0218
Si, 0.0061, 0.0103, -0.0113
Si, 0.0199, -0.0128, -0.0453
Si, 0.001, 0.0025, -0.0105
Si, 0.0376, 0.0037, -0.0241
Si, -0.0022, 0.0015, -0.0285
Si, -0.0154, -0.0047, -0.0096
Si, 0.0038, -0.0044, 0.0014
Si, -0.0212, -0.0096, -0.0149
Si, -0.0079, 0.0106, -0.023
Si, 0.0048, -0.0061, -0.0307
Si, -0.0171, -0.0217, -0.0144
Si, 0.0083, -0.0113, -0.0322
Si, 0.0083, 0.0161, -0.0162
Si, -0.0086, -0.02, -0.0173
Si, 0.0176, 0.0255, -0.0111
Si, -0.0088, 0.018, -0.0329
Si, -0.0295, 0.0176, 0.0644
Si, -0.0159, 0.0287, 0.0017
Si, 0.0009, -0.0111, -0.0032
Si, -0.0173, -0.0207, -0.0154
Si, -0.0017, -0.0091, 0.0129
Si, 0.0252, 0.0074, 0.0251
Si, 0.0016, -0.0015, 0.0253
Si, -0.018, 0.0043, 0.0479
Si, -0.0042, 0.0188, 0.047
Si, 0.0179, -0.0196, 0.0072
Si, -0.01, -0.0043, 0.0262
Si, 0.0308, 0.0184, -0.0021
Si, -0.0336, -0.0305, 0.0095
Si, -0.0115, 0.009, 0.0152
Si, -0.024, 0.0184, 0.0091
Si, -0.0001, -0.0116, 0.0052
Si, -0.039, 0.0497, 0.006
Si, 0.0065, -0.0766, -0.0509
Si, -0.0013, 0.018, -0.0227
Si, 0.011, 0.0026, -0.0271
Si, 0.0201, -0.0452, -0.0019
Si, -0.0234, 0.0154, -0.0469
Si, -0.0035, -0.0241, -0.0338
Si, 0.0148, 0.0522, -0.0218
Si, -0.015, -0.0208, -0.0122
Si, 0.0285, -0.0091, -0.0638
Si, 0.0007, -0.0173, -0.0465
Si, -0.0301, -0.0247, -0.0207
Si, 0.0346, -0.0259, -0.0162
Si, 0.0544, 0.0557, -0.0057
Si, -0.0174, -0.0148, -0.0546
Si, 0.0011, 0.0266, -0.0458
Si, 0.0435, -0.0391, 0.0623
Si, -0.0029, -0.0617, 0.0241
Si, 0.0064, -0.0042, 0.125
Si, 0.0006, 0.0596, 0.0502
Si, -0.0524, 0.0007, 0.0339
Si, 0.5069, -0.2164, -0.5117
Si, -0.0549, 0.0843, -0.649
Si, -0.0279, 0.0181, 0.0016
Si, 0.0177, 0.015, 0.0292
Si, -0.037, 0.0927, 0.041
Si, -0.0016, -0.0228, 0.0012
Si, 0.012, 0.0471, 0.023
Si, -0.0185, -0.018, 0.0023
Si, -0.0641, 0.0362, 0.0279
Si, 0.1988, -0.0141, -0.7969
Si, 0.0483, -0.0527, 0.0732
Si, -0.3471, -0.1417, -0.6803
Si, -0.004, 0.0119, -0.0071
Si, -0.0243, 0.0118, 0.1042
Si, -0.3111, 0.0833, -0.7833
Si, 0.0132, -0.0133, 0.0406
Si, 0.3653, 0.2213, -0.5758
Si, -0.0207, -0.0162, 0.0194
Si, 0.4078, 0.031, -0.7733
Si, 0.0792, -0.0586, -0.0279
Si, -0.0445, -0.0053, 0.0152
Si, -0.4704, -0.0454, -0.1715
Si, 0.2588, -0.0023, -0.5404
Si, -0.0963, -0.0709, -0.8204
Si, 0.001, -0.0591, -0.0259
Si, 0.062, -0.0104, 0.095
Si, 0.0671, -0.1119, -0.6932
Si, -0.1284, -0.0612, -0.1109
Si, 0.3067, -0.1549, -0.5662
Si, -0.1541, -0.0449, -0.7363
Si, 0.0612, -0.0049, -0.0302
Si, 0.1081, 0.057, -0.116
Si, -0.4955, -0.0425, -0.4641
Si, 0.0585, 0.0686, -0.0105
Si, -0.0552, 0.0152, -0.1633
Si, 0.0153, 0.2484, -0.6113
Si, 0.302, -0.3175, -0.4314
Si, 0.0284, -0.0432, -0.042
Si, 0.1618, -0.151, -0.2263
Si, 0.0618, -0.0392, -0.0174
Si, -0.2237, 0.309, -0.6066
Si, 0.4934, 0.1656, -0.4147
Si, -0.0414, 0.0506, 0.0359
Si, -0.0068, -0.0272, -0.0355
Si, -0.0561, 0.0009, 0.0542
Si, 0.0993, 0.0073, -0.0006
Si, -0.0051, -0.0545, -0.114
Si, 0.0904, 0.0411, -0.0569
Si, -0.003, -0.0028, -0.248
Si, 0.0352, -0.0322, 0.0493
Si, -0.0706, -0.0481, -0.1404
Si, -0.0352, -0.1103, -0.1052
Si, -0.0044, -0.1278, -0.0861
Si, -0.0821, -0.0249, 0.066
Si, 0.0034, 0.0211, 0.0244
Si, 0.03, -0.005, -0.2171
Si, 0.0291, 0.0075, 0.0215
Si, 0.0294, 0.1336, -0.0773
Si, 0.0353, -0.1127, -0.0041
Si, 0.0141, -0.0529, -0.0045
Si, -0.0196, 0.0709, 0.0818
Si, -0.065, -0.0266, -0.0779
Si, -0.0469, 0.0689, -0.0771
Si, 0.0805, 0.1678, -0.0603
Si, -0.0271, -0.0028, -0.0817
Si, -0.0906, -0.0982, 0.0663
Si, -0.078, -0.0301, -0.0175
Si, -0.0261, 0.0032, 0.0064
Si, -0.0496, 0.0535, 0.1391
Si, 0.0527, 0.0083, -0.0112
Si, 0.0105, 0.1065, 0.0552
Si, 0.0945, 0.0738, -0.0086
Si, 0.0471, -0.1463, -0.0979
Si, -0.0618, 0.0471, 0.0723
Si, -0.1162, -0.0006, -0.0375
Si, -0.0336, -0.0385, -0.0478
Si, -0.0282, -0.009, -0.0007
Si, -0.0424, -0.0043, 0.0136
Si, 0.1082, -0.0272, 0.0625
Si, -0.017, -0.0529, 0.1322
Si, -0.0739, 0.0408, -0.1073
Si, 0.0178, -0.0063, -0.1151
Si, 0.0543, -0.0443, 0.1524
Si, 0.0682, -0.0157, 0.1008
Si, -0.0866, 0.0217, 0.019
Si, 0.0008, -0.0034, 0.103
Si, 0.0864, 0.1574, 0.0212
Si, -0.0627, 0.0601, 0.0147
Si, -0.0214, 0.058, 0.096
Si, 0.0203, 0.0132, 0.0915
Si, -0.094, 0.0844, 0.0618
Si, -0.0048, 0.0064, -0.0097
Si, -0.0096, -0.0085, -0.0104
Si, -0.0102, 0.0028, -0.013
Si, -0.0043, -0.0059, -0.0141
Si, 0.0184, 0.0003, -0.0057
Si, 0.0093, -0.0068, -0.0043
Si, 0.0136, 0.0034, -0.0114
Si, 0.0085, 0.003, -0.0073
Si, -0.0168, -0.0042, 0.0021
Si, -0.0124, -0.0005, -0.0041
Si, -0.0065, -0.0042, -0.0068
Si, -0.0095, 0.0079, -0.0044
Si, 0.0021, -0.0127, -0.0056
Si, 0.0152, 0.0063, -0.0051
Si, 0.0079, -0.0117, -0.008
Si, 0.0095, 0.0019, -0.0086
Si, -0.0104, -0.0048, -0.0104
Si, -0.0041, -0.0135, -0.0091
Si, -0.0094, 0.003, -0.0103
Si, -0.006, -0.0039, -0.0113
Si, 0.0111, 0.007, -0.0127
Si, 0.016, 0.0049, -0.0076
Si, 0.0097, -0.0098, -0.0097
Si, 0.0065, -0.0015, -0.0145
Si, -0.0188, 0.0043, -0.007
Si, -0.031, -0.0021, -0.0109
Si, -0.0126, 0.0082, -0.0108
Si, -0.0138, -0.0024, -0.0137
Si, 0.0083, -0.006, -0.0121
Si, 0.0198, -0.0025, -0.0086
Si, 0.0219, 0.0014, -0.0105
Si, 0.0133, 0.0015, -0.0142
Si, 0.0004, 0.0031, 0.0163
Si, -0.0017, 0.0122, 0.0231
Si, 0.0045, -0.0038, 0.0221
Si, 0.0029, -0.0055, 0.016
Si, -0.0034, 0.0034, 0.0065
Si, -0.004, 0.0013, 0.0049
Si, -0.0021, 0.0049, 0.0026
Si, -0.002, 0.0019, 0.0034
Si, -0.0019, -0.0095, 0.0174
Si, 0.0024, 0.0073, 0.0187
Si, -0.0038, 0.0011, 0.0218
Si, -0.0023, -0.0029, 0.0183
Si, 0.0051, 0.0014, 0.0014
Si, 0.0024, -0.0095, 0.0033
Si, 0.0046, -0.0059, 0.0014
Si, -0.0006, -0.0089, -0.0016
Si, -0.001, -0.0023, 0.0179
Si, -0.0052, 0.0071, 0.0171
Si, 0.0019, 0.0098, 0.025
Si, -0.0013, -0.003, 0.0219
Si, 0.0021, 0.0064, 0.0047
Si, 0.0003, 0.009, 0.0099
Si, 0.0014, -0.0002, 0.006
Si, 0.0025, 0.0033, 0.0054
Si, 0.0009, -0.0087, 0.0168
Si, 0.0027, 0.0026, 0.0228
Si, -0.0087, -0.0051, 0.0254
Si, 0.0008, 0.0032, 0.0147
Si, 0.0038, -0.0005, 0.0014
Si, 0.0014, -0.0008, 0.0043
Si, -0.0021, -0.0034, 0.007
Si, -0.0005, -0.0016, 0.0028
Si, 0.0047, 0.0012, -0.0158
Si, -0.0054, -0.0003, -0.0115
Si, 0.0023, 0.0021, -0.0127
Si, -0.0094, 0.0022, -0.0159
Si, -0.0005, -0.005, -0.0142
Si, 0.003, 0.002, -0.0187
Si, -0.0021, -0.0043, -0.0145
Si, 0.0024, 0.0004, -0.0152
Si, -0.0006, -0.0017, -0.0089
Si, 0.0089, -0.003, -0.0035
Si, 0.004, 0.0019, -0.0019
Si, -0.0013, -0.0044, -0.0027
Si, -0.0035, 0.0024, -0.0163
Si, 0.001, 0.0021, -0.0154
Si, -0.0029, 0.0008, -0.0148
Si, -0.0048, -0.0009, -0.0149
Si, 0.0053, 0.0004, -0.0175
Si, 0.0066, -0.0014, -0.0124
Si, 0.0049, -0.0015, -0.0091
Si, -0.0085, -0.0032, -0.0164
Si, -0.0025, -0.0036, -0.0175
Si, -0.0076, 0.0038, -0.0158
Si, -0.0028, -0.0056, -0.0188
Si, -0.0023, 0.0014, -0.0202
Si, -0.0011, 0.0034, -0.0105
Si, 0.0036, 0.0011, -0.0065
Si, 0.0043, 0.0014, -0.0078
Si, -0.0004, 0.0008, -0.0075
Si, -0.0001, 0.0042, -0.0184
Si, 0.0035, 0.0014, -0.0164
Si, 0.0057, 0.0026, -0.0169
Si, 0.0006, 0.001, -0.0184
Si, 0.0132, -0.0049, 0.012
Si, 0.0191, -0.0014, 0.0207
Si, 0.0157, -0.0004, 0.0191
Si, 0.0147, 0.0016, 0.014
Si, -0.019, 0.0045, 0.0166
Si, -0.0188, 0.0028, 0.0152
Si, -0.0136, 0.0002, 0.0151
Si, -0.014, -0.0007, 0.0118
Si, 0.0047, 0.0002, 0.0141
Si, 0.0057, 0.0018, 0.0148
Si, 0.0009, 0.0026, 0.0129
Si, -0.0005, 0.0005, 0.0149
Si, 0.0014, -0.0042, 0.0124
Si, -0.0057, -0.003, 0.0164
Si, -0.0054, -0.0026, 0.0159
Si, -0.0084, -0.0023, 0.0112
Si, 0.0135, -0.0074, 0.0111
Si, 0.0136, -0.0027, 0.0152
Si, 0.0175, 0.0001, 0.0154
Si, 0.0194, -0.0017, 0.013
Si, -0.0137, 0.0071, 0.0174
Si, -0.0121, 0.0037, 0.0169
Si, -0.0104, 0.0005, 0.017
Si, -0.0105, -0.0007, 0.012
Si, 0.0026, 0.0015, 0.0136
Si, 0.0028, 0.0008, 0.0147
Si, -0.0011, 0.0043, 0.0143
Si, 0.0035, 0.0021, 0.016
Si, 0.0001, -0.0024, 0.0134
Si, -0.0076, -0.0043, 0.0172
Si, -0.0067, 0.0003, 0.0184
Si, -0.0016, -0.0001, 0.0125
Si, -0.0127, 0.0007, -0.0243
Si, -0.0204, 0.0048, -0.022
Si, -0.015, 0.0003, -0.0146
Si, -0.0161, 0.0085, -0.0162
Si, 0.0165, -0.0012, -0.0157
Si, 0.0194, 0.0034, -0.0155
Si, 0.0207, 0.0007, -0.0153
Si, 0.0105, -0.0023, -0.0181
Si, -0.0088, -0.005, -0.0105
Si, -0.0097, -0.0029, -0.0111
Si, -0.0082, -0.0011, -0.0112
Si, -0.003, -0.0034, -0.0068
Si, 0.0066, -0.0041, -0.0132
Si, 0.0123, -0.0019, -0.0143
Si, 0.0128, -0.0035, -0.0077
Si, 0.0106, 0.0002, -0.0072
Si, -0.0176, -0.0037, -0.0227
Si, -0.0119, -0.0027, -0.0186
Si, -0.0116, -0.0018, -0.012
Si, -0.021, 0.0057, -0.0124
Si, 0.0154, -0.003, -0.0182
Si, 0.0132, 0.0042, -0.0169
Si, 0.0155, -0.0018, -0.0167
Si, 0.009, -0.0015, -0.0229
Si, -0.0074, -0.0016, -0.012
Si, -0.0106, 0.0013, -0.0126
Si, -0.0114, -0.0008, -0.0107
Si, -0.0047, -0.0028, -0.0115
Si, 0.0059, -0.0016, -0.0125
Si, 0.0119, 0.0018, -0.0108
Si, 0.0119, 0.001, -0.0094
Si, 0.0109, 0.0072, -0.0086
Si, -0.0252, -0.0005, 0.0107
Si, 0.0006, -0.0042, 0.0152
Si, -0.0022, 0.0034, 0.0207
Si, 0.013, 0.0001, 0.0105
Si, -0.0093, 0.0022, 0.0172
Si, -0.016, 0.0018, 0.0154
Si, -0.0079, -0.0033, 0.0177
Si, -0.0227, 0.0001, 0.0158
Si, 0.0104, -0.0064, 0.0148
Si, 0.0106, 0.0012, 0.0123
Si, 0.0007, 0.0043, 0.0145
Si, -0.0093, -0.0008, 0.003
Si, 0.0128, 0.0032, 0.0089
Si, 0.006, 0.0007, 0.0185
Si, 0.0026, 0.0013, 0.0156
Si, 0.0082, -0.0075, 0.0186
Si, -0.0147, 0.0002, 0.0146
Si, 0.0039, -0.0033, 0.0142
Si, 0.0081, 0.0024, 0.0168
Si, 0.0263, -0.005, 0.0117
Si, -0.0103, 0.0062, 0.0178
Si, -0.0151, 0.0031, 0.0146
Si, -0.0118, -0.0013, 0.0165
Si, -0.0141, 0.001, 0.0171
Si, 0.0106, -0.0013, 0.0146
Si, 0.0003, -0.0035, 0.0159
Si, -0.0026, 0.004, 0.0217
Si, -0.0075, 0.0037, 0.0101
Si, 0.0159, 0.004, 0.0098
Si, 0.0245, -0.0056, 0.0194
Si, 0.0045, -0.0018, 0.0192
Si, 0.0173, -0.0054, 0.0176
Si, 0.0129, -0.0046, -0.021
Si, 0.0052, 0.0056, -0.0183
Si, 0.0007, 0.0059, -0.0165
Si, 0.0059, -0.001, -0.0139
Si, 0.005, 0.0044, -0.0185
Si, 0.0051, 0.0025, -0.0197
Si, 0.0053, -0.0121, -0.0159
Si, 0.0084, -0.003, -0.0137
Si, -0.0089, -0.0012, -0.0095
Si, -0.004, -0.004, -0.0163
Si, 0.0063, 0, -0.0169
Si, -0.0056, -0.0091, -0.0114
Si, -0.0011, -0.0139, -0.0188
Si, 0.0035, -0.0119, -0.0121
Si, 0.0047, 0.0039, -0.0132
Si, -0.0019, 0.0018, -0.0138
Si, 0.0041, 0.0045, -0.0204
Si, -0.0042, 0.0044, -0.0189
Si, -0.0167, 0.0107, -0.0174
Si, -0.0064, -0.0071, -0.0135
Si, 0.0044, 0.0035, -0.0171
Si, -0.0002, -0.0003, -0.0162
Si, -0.0015, -0.0112, -0.0181
Si, 0.0023, -0.0093, -0.0146
Si, -0.0041, -0.0012, -0.0132
Si, -0.0035, -0.0038, -0.0121
Si, 0.0033, 0.0071, -0.0152
Si, 0.0034, -0.0069, -0.018
Si, -0.014, 0.0113, -0.0176
Si, -0.0072, -0.0019, -0.0211
Si, -0.0004, 0.009, -0.0158
Si, -0.01, 0.0074, -0.0139
Si, -0.0253, -0.0122, 0.0182
Si, -0.0176, 0.0084, 0.0211
Si, -0.0046, 0.0055, 0.0128
Si, -0.006, 0.0063, 0.0149
Si, -0.0139, 0.0025, 0.0271
Si, 0.0153, -0.0138, 0.0249
Si, -0.0063, 0.0124, 0.0208
Si, -0.0089, 0.0043, 0.0235
Si, 0.0111, -0.0055, 0.0131
Si, 0.014, -0.0013, 0.01
Si, -0.0018, 0.0139, 0.0083
Si, 0.0103, -0.0031, 0.0077
Si, 0.0026, -0.0083, 0.0118
Si, -0.0275, 0.0014, 0.006
Si, -0.0094, -0.0034, 0.0034
Si, -0.002, 0.0031, 0.0075
Si, -0.032, -0.0095, 0.0268
Si, -0.0125, 0.0136, 0.0214
Si, 0.0065, -0.0099, 0.0199
Si, -0.012, 0.0009, 0.0248
Si, -0.0023, 0.0003, 0.0258
Si, 0.0156, -0.0051, 0.02
Si, 0.0144, 0.0014, 0.0158
Si, 0.0171, 0.0102, 0.0238
Si, 0.0011, -0.0081, 0.0107
Si, -0.001, 0.0034, 0.0082
Si, -0.0149, -0.0017, 0.0059
Si, 0.0042, 0.0148, 0.0094
Si, 0.0166, -0.0134, 0.0025
Si, -0.0066, -0.0022, 0.0082
Si, -0.0049, 0.0083, 0.0028
Si, -0.0037, 0.0071, 0.0007
O, 0.0746, 0.3204, -0.2652
O, -0.1746, 0.2514, -0.1996
O, -0.0166, 0.4256, 0.1317
O, -0.1905, 0.0967, -0.4785
O, -0.126, -0.3043, 0.1338
O, 0.0144, 0.2569, -0.1532
O, 0.0397, 0.3609, -0.5537
O, -0.3418, 0.0582, -0.415
O, -0.0604, -0.2009, 0.1003
O, 0.1043, 0.4168, -0.3409
O, 0.0757, -0.1243, 0.3113
O, -0.1223, -0.4608, 0.1075
O, -0.1716, 0.0598, -0.3379
O, -0.1199, 0.3119, 0.0761
O, -0.0763, -0.3024, 0.3882
O, 0.1232, 0.2542, -0.4258
O, -0.0726, -0.3223, 0.0125
O, 0.085, -0.1628, 0.3582
O, -0.3556, 0.5001, -0.09
O, 0.0385, 0.1354, -0.0889
O, 0.4885, -0.4262, 0.1057
O, 0.0818, 0.0063, 0.0604
O, 0.1635, -0.4109, 0.2829
O, 0.0099, 0.1858, 0.3435
O, 0.2712, -0.3674, 0.1055
O, -0.2061, 0.5692, 0.4565
O, 0.1117, 0.565, 0.3323
O, -0.3645, 0.3406, -0.3796
O, 0.3283, 0.0374, -0.0288
O, -0.1426, 0.4673, -0.1812
O, -0.369, -0.0621, -0.059
O, 0.3708, 0.0859, -0.529
O, 0.496, -0.3215, 0.0657
O, 0.1082, -0.0172, 0.2689
O, -0.0156, -0.1655, 0.2684
O, 0.5208, -0.0661, -0.1414
O, -0.2997, -0.2722, -0.6352
O, 0.4149, 0.2307, -0.0276
O, -0.5676, -0.0059, -0.1514
O, -0.4215, -0.1972, -0.0117
O, 0.3802, -0.4436, 0.2389
O, 0.3573, 0.0275, -0.4909
O, 0.0025, 0.118, -0.3124
O, 0.1361, 0.1058, -0.4004
O, 0.4212, 0.3032, 0.1686
O, -0.026, -0.4452, 0.0737
O, 0.276, 0.0359, 0.05
O, -0.2528, 0.2469, 0.2703
O, 0.4226, -0.1015, -0.3327
O, -0.2184, -0.2023, -0.4899
O, -0.2229, -0.4878, -0.1735
O, -0.2253, 0.2413, 0.0605
O, -0.3274, -0.1549, 0.1098
O, -0.1932, 0.2895, 0.3401
O, -0.5619, 0.3956, -0.1924
O, 0.004, -0.0839, -0.2269
O, 0.0509, -0.4939, -0.2259
O, -0.0748, -0.6044, 0.2317
O, -0.465, 0.3716, -0.0272
O, -0.2917, -0.0429, -0.2927
O, -0.01, 0.0589, 0.2316
O, -0.2316, 0.4086, 0.4071
O, 0.1353, 0.0448, 0.2463
O, 0.2584, -0.2089, 0.3463
O, -0.5133, -0.1376, 0.4271
O, 0.3232, 0.0242, -0.3487
O, -0.503, 0.2537, 0.3471
O, -0.1173, -0.0161, 0.1879
O, -0.3912, -0.1898, -0.1154
O, -0.2106, 0.3636, 0.2995
O, -0.2662, -0.3641, 0.7288
O, -0.0216, 0.5071, -0.2057
O, 0.2199, 0.2747, -0.1173
O, -0.0447, -0.1408, 0.5526
O, -0.1815, -0.3433, 0.3581
O, -0.4776, -0.3285, -0.1278
O, -0.024, -0.1931, 0.308
O, 0.2398, -0.4808, -0.1342
O, 0.0305, 0.1877, 0.4907
O, -0.2646, -0.2154, 0.3187
O, -0.4154, -0.0315, 0.2378
O, 0.4902, -0.2274, -0.2742
O, 0.2458, -0.209, 0.3442
O, 0.1171, -0.0392, 0.3908
O, 0.3028, -0.1458, 0.4738
O, -0.4246, 0.1949, 0.1043
O, -0.4814, 0.2344, 0.4549
O, -0.0926, -0.2617, -0.3476
O, 0.1554, -0.1435, -0.0189
O, -0.6376, 0.2509, 0.361
O, 0.2024, -0.0765, -0.2252
O, -0.0797, 0.0327, 0.0425
O, -0.1831, 0.4846, -0.0783
O, -0.1999, -0.5341, -0.2085
O, 0.2844, -0.0825, -0.0371
O, 0.2609, -0.273, -0.4247
O, 0.0247, -0.1143, 0.1455
O, -0.4635, -0.4046, -0.1102
O, 0.0619, -0.136, 0.2373
O, -0.0082, -0.2242, -0.3486
O, -0.0744, -0.0029, 0.1378
O, 0.2385, -0.4056, -0.0903
O, -0.1976, 0.6754, 0.2335
O, -0.3775, -0.2635, -0.0535
O, 0.192, 0.2907, 0.1531
O, 0.2703, 0.0448, 0.0806
O, 0.127, 0.3313, 0.0847
O, 0.1673, -0.0857, 0.0383
O, -0.0171, -0.5461, 0.3996
O, 0.2627, 0.1172, -0.3164
O, 0.3362, -0.0636, -0.0193
O, -0.1158, -0.3631, -0.1962
O, -0.4469, -0.188, -0.2692
O, -0.0845, 0.0328, 0.8077
O, 0.3791, 0.0256, -0.5829
O, 0.2746, -0.2855, -0.1009
O, 0.2306, -0.3073, -0.4876
O, -0.161, -0.0791, 0.2314
O, 0.5337, -0.2673, 0.0605
O, 0.1338, 0.1099, -0.064
O, -0.1307, 0.2875, -0.2087
O, -0.493, 0.2892, -0.0004
O, -0.1932, -0.5099, -0.2954
O, -0.0055, 0.3683, -0.3552
O, -0.0709, 0.6185, 0.0334
O, 0.0989, 0.2081, -0.1361
O, 0.2996, 0.2833, -0.2932
O, -0.2918, -0.523, -0.0054
O, 0.2969, 0.0886, -0.4831
O, -0.2386, -0.1345, -0.5175
O, 0.3613, 0.1822, 0.4007
O, -0.2193, 0.0696, 0.1463
O, 0.4414, 0.0047, -0.0806
O, -0.0884, 0.049, 0.4722
O, 0.2283, 0.5883, -0.1803
O, 0.2342, 0.6022, -0.1404
O, -0.1069, 0.522, -0.0227
O, -0.2056, 0.3235, -0.269
O, 0.0097, -0.5715, 0.0075
O, -0.0521, 0.4548, -0.0824
O, -0.1485, 0.598, -0.3001
O, 0.0003, -0.2956, -0.1358
O, 0.2056, 0.2158, -0.3051
O, 0.0295, -0.5974, -0.3782
O, -0.0726, 0.5707, -0.1829
O, -0.0512, -0.1914, 0.3974
O, 0.0406, -0.6758, 0.0669
O, -0.2125, 0.3442, -0.3836
O, 0.143, 0.1814, 0.1314
O, -0.2272, -0.5832, 0.0188
O, -0.0591, 0.1437, 0.6503
O, 0.3088, 0.6489, 0.1613
O, -0.3, -0.34, 0.1569
O, 0.0055, 0.1607, 0.1077
O, -0.4852, 0.356, -0.03
O, 0.0187, -0.1809, 0.1988
O, 0.0278, 0.4664, -0.0403
O, -0.0443, 0.6519, 0.1685
O, -0.0095, -0.1551, 0.2526
O, -0.0641, -0.0654, 0.2316
O, 0.0557, -0.7026, -0.1616
O, -0.0765, 0.3075, 0.4224
O, -0.4534, 0.5745, -0.057
O, -0.06, 0.1216, 0.5362
O, 0.5635, -0.0151, -0.1833
O, 0.2451, 0.0046, -0.466
O, 0.3366, -0.4437, 0.2742
O, -0.0058, 0.0118, 0.1133
O, 0.3276, 0.4094, 0.2301
O, 0.293, -0.0149, -0.3915
O, -0.5122, -0.0402, -0.4242
O, 0.494, 0.3511, 0.3594
O, -0.3649, 0.1304, 0.1106
O, -0.013, 0.1706, 0.366
O, 0.1452, 0.056, -0.5945
O, 0.1885, 0.0682, -0.0316
O, -0.2124, -0.3688, -0.5044
O, 0.4857, 0.1515, 0.203
O, -0.1545, -0.1855, -0.3479
O, 0.4449, -0.1716, 0.1253
O, -0.2917, 0.0315, 0.0404
O, 0.2232, 0.4615, 0.1107
O, 0.1491, -0.1037, -0.0203
O, -0.4394, -0.111, -0.4394
O, -0.1261, 0.0338, 0.0497
O, 0.1939, 0.2688, 0.1448
O, 0.4083, 0.2144, -0.2146
O, -0.5343, 0.3123, 0.3016
O, -0.1653, -0.0188, 0.174
O, -0.1712, -0.0082, -0.1631
O, 0.1323, -0.1398, -0.2484
O, -0.0244, -0.5782, -0.0287
O, -0.4705, -0.1449, -0.1376
O, -0.2238, 0.5883, 0.1923
O, -0.3081, 0.0434, 0.0191
O, 0.3198, 0.0272, -0.4678
O, 0.3599, 0.039, -0.0149
O, 0.5569, 0.2962, 0.0016
O, 0.2805, 0.1946, 0.1563
O, 0.2085, -0.349, 0.087
O, 0.1678, -0.1797, 0.4719
O, -0.215, -0.0636, 0.296
O, 0.0089, -0.4306, -0.0668
O, 0.3327, -0.3931, 0.0111
O, 0.0331, -0.3533, -0.4337
O, -0.2759, 0.0788, 0.4311
O, -0.2775, 0.1456, 0.7128
O, -0.4676, 0.599, 0.4669
O, 0.4385, -0.3129, -0.0665
O, -0.351, -0.0542, 0.09
O, 0.094, -0.5059, 0.0931
O, -0.1046, 0.4496, -0.0608
O, -0.0465, -0.4166, 0.1007
O, 0.5059, -0.2632, -0.2259
O, 0.0849, 0.2016, 0.6234
O, -0.4966, -0.2415, 0.2169
O, -0.3648, -0.2358, 0.0219
O, 0.4608, -0.2342, -0.4922
O, 0.057, -0.2232, 0.6058
O, 0.5979, -0.2571, 0.1565
O, 0.0274, -0.1088, 0.3479
O, -0.1813, -0.5539, -0.1573
O, -0.1783, 0.5173, -0.1695
O, -0.5243, 0.1147, 0.4653
O, -0.4566, 0.154, 0.1087
O, 0.073, -0.1217, -0.4117
O, -0.0154, 0.0133, -0.067
O, 0.3867, -0.1419, -0.4686
O, -0.0421, 0.4554, 0.2561
O, -0.1528, 0.4175, -0.101
O, -0.3891, 0.1053, -0.0221
O, 0.0079, 0.4403, -0.195
O, 0.2779, -0.1592, 0.5056
O, 0.1474, -0.0347, -0.4945
O, 0.5024, 0.0343, -0.4489
O, -0.1035, -0.4213, 0.4113
O, -0.4625, 0.031, 0.362
O, 0.2435, -0.3943, 0.2616
O, -0.2449, -0.0134, -0.0651
O, -0.1374, 0.3702, -0.2789
O, 0.3516, -0.0304, 0.307
O, 0.1637, 0.3871, 0.1567
O, 0.5775, 0.0967, 0.1412
O, -0.1615, -0.3275, 0.1911
O, -0.1061, 0.2478, 0.3105
O, 0.1628, -0.1555, 0.1572
O, 0.5516, 0.0931, 0.3302
O, -0.4194, 0.6025, 0.3903
O, -0.1768, -0.0581, -0.5561
O, -0.1243, -0.3091, -0.2907
O, 0.0407, -0.0694, -0.1615
O, 0.2203, -0.2602, -0.2186
O, 0.5721, 0.1315, 0.03
O, 0.0877, -0.291, 0.2599
O, 0.3928, 0.0409, 0.1419
O, 0.3632, -0.4529, -0.2169
O, -0.3041, -0.3504, -0.3529
O, -0.0955, -0.127, 0.3614
O, 0.3087, -0.1765, -0.1733
O, 0.558, -0.0696, 0.053
O, 0.1922, -0.3528, -0.0877
O, 0.5801, -0.565, 0.23
O, 0.1903, -0.2265, -0.3151
O, -0.2348, -0.2132, 0.1326
O, 0.4796, -0.2248, 0.2007
O, -0.2819, -0.1014, 0.3454
O, -0.5387, -0.2416, 0.2063
O, 0.0123, -0.5663, -0.362
O, -0.5898, 0.3737, -0.3452
O, -0.443, -0.6237, 0.03
O, 0.1002, -0.1185, 0.4699
O, 0.5462, 0.0051, -0.0422
O, 0.1623, 0.244, -0.3001
O, -0.0512, 0.4117, -0.0698
O, -0.0388, 0.4466, -0.2305
O, 0.5067, -0.2356, 0.0975
O, 0.1964, -0.2461, 0.1963
O, 0.1874, 0.2714, 0.3268
O, -0.0397, -0.298, -0.2391
O, 0.2876, -0.063, 0.1908
O, -0.0452, -0.216, -0.4841
O, 0.6817, 0.1706, -0.1013
O, 0.5325, 0.4835, -0.0597
O, -0.2793, -0.1751, 0.4249
O, -0.3376, -0.2612, 0.6293
O, 0.4274, -0.0095, -0.3344
O, -0.2415, 0.1194, 0.1768
O, -0.0603, 0.3288, 0.1965
O, -0.3432, 0.2847, -0.2672
O, -0.2869, 0.2761, 0.359
O, -0.0324, -0.3039, -0.002
O, -0.0478, 0.0173, 0.2416
O, 0.0697, 0.2549, -0.1872
O, 0.1989, 0.2702, 0.3015
O, 0.5297, -0.1172, -0.238
O, 0.2679, -0.5027, -0.1059
O, 0.5505, 0.0299, -0.2124
O, -0.0411, 0.5264, 0.3354
O, -0.0759, -0.0861, -0.2388
O, 0.2642, 0.1018, 0.0198
O, 0.4484, -0.4386, -0.2372
O, 0.2618, -0.4748, -0.1481
O, -0.5468, -0.0002, 0.0801
O, -0.216, 0.0227, 0.182
O, -0.1711, 0.0859, -0.1478
O, -0.0635, 0.4935, 0.2375
O, -0.0866, -0.2474, -0.0283
O, 0.4735, -0.0486, 0.2843
O, 0.0524, 0.0504, -0.0144
O, 0.414, -0.0697, 0.0699
O, -0.317, 0.0291, 0.2789
O, 0.3173, 0.4163, 0.3284
O, 0.2557, -0.052, 0.0673
